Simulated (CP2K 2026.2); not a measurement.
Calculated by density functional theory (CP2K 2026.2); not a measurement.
Periodic cell of 2016 atoms, Si1440O576, from a study of silicon, its oxide and their interface. The atomic structure is a simulated model.
Doubt: the forces sum to 3.70 eV/angstrom along one axis rather than to zero, so they err by at least 0.0018 eV/angstrom per atom on average; the grid cutoff is modest.

Settings
functional: PBE
method: Gaussian and plane waves
basis set: DZVP-MOLOPT-SR-GTH
pseudopotentials: GTH-PBE
grid cutoff: 300 Ry, relative cutoff 40 Ry
k points: Gamma only
occupations: fixed
spin: none
net charge: 0

Cell vectors (angstrom)
a 65.28 0 0
b 0 16.32 0
c 5.1824 6.3076 33.3211

Atoms and the computed forces on them: element, x, y, z (angstrom), force x, y, z (eV/angstrom)
Si 1.502 -1.463 -0.027 -0.179 0.145 0.745
Si 4.016 1.248 0.16 0.197 -0.035 0.693
Si 0.912 4.505 -0.085 0.169 -0.193 0.794
Si 3.936 6.959 -0.214 0.185 -0.29 0.634
Si 1.724 -7.118 -0.108 -0.072 0.14 0.776
Si 3.794 -3.651 -0.331 0.263 -0.319 0.652
Si 7.176 -1.587 -0.09 -0.286 0.217 0.713
Si 9.238 1.603 0.07 0.23 -0.097 0.72
Si 7.071 3.869 0.061 -0.239 0.139 0.675
Si 9.417 6.709 -0.143 0.3 -0.094 0.68
Si 7.212 9.02 -0.271 -0.177 0.275 0.696
Si -6.617 -4.301 0.034 -0.063 0.078 0.75
Si -3.893 -1.572 0.039 -0.096 0.064 0.728
Si -1.7 1.54 0.174 0.26 -0.02 0.723
Si -3.958 3.738 -0.116 -0.234 0.371 0.693
Si -1.25 6.775 -0.178 -0.298 0.13 0.731
Si -4.369 -6.474 -0.184 0.161 -0.193 0.735
Si -1.572 -3.708 -0.255 0.124 -0.285 0.642
Si 2.727 -0.13 1.449 -0.037 0.005 -0.03
Si 5.436 2.714 1.31 -0.031 0.027 -0.078
Si 2.674 5.487 1.171 0.036 -0.047 -0.059
Si 5.531 8.094 1.11 -0.017 0.007 -0.041
Si 2.822 -5.393 1.049 -0.007 0.022 -0.029
Si 5.469 -2.726 1.091 0 0.001 -0.039
Si 8.166 -0.006 1.353 0.003 -0.028 -0.063
Si -5.522 2.768 1.363 0.004 0.008 -0.05
Si 8.22 5.397 1.378 0.005 0.013 -0.047
Si -5.457 8.317 1.317 0.006 0.035 -0.057
Si 8.216 -5.564 1.097 -0.009 -0.025 -0.059
Si -5.463 -2.727 1.332 0.013 -0.005 -0.056
Si -2.835 -0.015 1.443 0.001 -0.012 -0.03
Si -0.038 2.782 1.241 0.019 -0.021 -0.037
Si -2.842 5.507 1.079 0.021 -0.029 -0.054
Si 0.033 8.19 1.199 0.013 -0.007 -0.056
Si -2.707 -5.363 1.074 -0.023 0.025 -0.038
Si -0.041 -2.687 1.216 0.005 -0.005 -0.04
Si 1.351 1.401 2.607 -0.027 0.015 0.011
Si 4.039 4.117 2.567 -0.003 0.012 0.012
Si 1.359 6.825 2.596 -0.013 0.023 0.034
Si 4.186 9.558 2.453 -0.012 -0.004 0.001
Si 1.374 -4.119 2.486 0.014 -0.016 0.005
Si 4.167 -1.478 2.659 0.033 -0.001 0.022
Si 6.774 1.342 2.685 0.021 0.006 0.003
Si 9.58 4.074 2.722 0.014 0.015 0.027
Si 6.809 6.787 2.607 -0.013 0.002 0.007
Si 9.672 -6.881 2.429 0.046 -0.014 0.008
Si 6.812 -4.171 2.46 -0.013 0.01 0.002
Si -6.837 -1.344 2.688 0.012 -0.004 0.002
Si -4.207 1.363 2.735 -0.017 0.018 0.021
Si -1.454 4.15 2.554 -0.006 0.03 0.026
Si -4.112 6.842 2.561 -0.003 -0.016 0.002
Si -1.362 -6.74 2.485 -0.023 -0.003 -0.003
Si -4.043 -4.086 2.624 0.005 -0.024 0.021
Si -1.352 -1.35 2.668 0.012 -0.01 0.018
Si 0.011 0.035 3.982 0.02 -0.016 0.007
Si 2.722 2.742 3.958 0.005 -0.004 0.015
Si -0.028 5.456 3.935 0.009 -0.039 -0.018
Si 2.774 8.211 3.864 0.015 0.024 -0.001
Si 0.011 -5.437 3.895 0.01 0.029 -0.005
Si 2.731 -2.807 3.935 -0.003 -0.005 0
Si 5.452 -0.047 4.018 -0.03 0.006 0.009
Si 8.177 2.7 4.018 -0.002 -0.002 -0.018
Si 5.424 5.446 3.947 -0.012 -0.018 0.017
Si 8.251 -8.163 3.88 0.007 0.017 -0.028
Si 5.489 -5.458 3.911 -0.002 -0.003 0.022
Si 8.153 -2.77 3.9 -0.019 -0.016 -0.012
Si -5.51 -0.008 4.09 0.001 0.005 0.028
Si -2.758 2.76 3.973 0.013 0 -0.018
Si -5.419 5.522 4.045 0.011 -0.001 0.008
Si -2.7 8.192 3.893 -0.001 0.004 -0.009
Si -5.392 -5.396 4.07 0.022 0.017 -0.007
Si -2.704 -2.727 4.004 -0.026 0.005 0.005
Si 1.42 -1.431 16.207 -0.03 0.01 0.004
Si 4.11 1.313 16.163 -0.008 0.004 -0.006
Si 1.413 4.047 16.146 -0.008 -0.006 -0.005
Si 4.134 6.792 16.201 -0.001 0.005 -0.006
Si 1.435 -6.84 16.209 0.007 0.001 0.01
Si 4.12 -4.112 16.271 0.002 0.01 0.002
Si 6.783 -1.427 16.235 -0.007 -0.004 0.004
Si -6.797 1.323 16.211 -0.003 -0.017 -0.007
Si 6.819 4.054 16.239 -0.008 -0.001 -0.001
Si -6.785 6.755 16.208 0.001 -0.003 -0.005
Si 6.834 -6.809 16.269 0 0.003 0.002
Si -6.737 -4.129 16.189 -0.001 0.005 -0.017
Si -4.038 -1.43 16.163 -0.02 -0.005 -0.011
Si -1.302 1.284 16.122 -0.006 0.014 -0.019
Si -4.082 4.024 16.108 0.006 -0.006 -0.014
Si -1.293 6.793 16.143 0.006 -0.009 -0.005
Si -4.016 9.476 16.199 -0.001 0.007 0.002
Si -1.304 -4.157 16.175 -0.001 0.011 -0.006
Si 2.823 -0.086 17.542 0.026 0.002 -0.001
Si 5.396 2.7 17.544 0.017 0.004 0.001
Si 2.739 5.438 17.507 0.01 -0.014 -0.007
Si 5.503 8.107 17.605 -0.002 0.003 0.013
Si 2.795 -5.518 17.617 0.009 0.009 0.023
Si 5.477 -2.787 17.687 0.009 -0.005 0
Si 8.109 -0.024 17.549 0.003 0 0.008
Si -5.431 2.702 17.518 -0.002 0.031 0.014
Si 8.19 5.4 17.614 -0.019 -0.014 -0.015
Si -5.427 8.133 17.519 0.008 -0.001 0.009
Si 8.148 -5.413 17.652 0.011 -0.005 -0.008
Si -5.347 -2.821 17.539 0.013 0.003 0.009
Si -2.679 -0.054 17.469 0.016 -0.011 0.004
Si 0.096 2.608 17.448 -0.002 0.014 0.018
Si -2.694 5.388 17.374 -0.008 0 -0.003
Si 0.06 -8.191 17.549 -0.011 -0.011 -0.008
Si -2.636 -5.51 17.568 0 0.001 0.002
Si 0.069 -2.839 17.535 0.023 -0.006 0.014
Si 1.489 1.291 18.847 -0.008 0.042 -0.015
Si 4.044 4.093 18.886 -0.009 -0.007 -0.028
Si 1.416 6.775 18.9 0 0.001 -0.001
Si 4.201 -6.858 18.998 0.015 0.023 -0.018
Si 1.384 -4.213 18.968 -0.005 -0.011 -0.027
Si 4.1 -1.433 19.026 -0.023 0.019 0.003
Si 6.688 1.287 18.881 -0.016 -0.026 -0.03
Si -6.736 3.997 19.001 -0.015 -0.002 -0.011
Si 6.831 6.713 18.973 -0.004 0 -0.008
Si -6.718 9.531 18.922 0.011 0.001 -0.014
Si 6.81 -4.145 19.125 -0.027 0.007 -0.006
Si 9.47 -1.359 18.906 -0.014 -0.003 -0.027
Si -4.052 1.325 18.781 0.018 -0.016 -0.028
Si -1.335 3.995 18.643 -0.002 -0.005 -0.057
Si -4.073 6.676 18.744 -0.001 -0.045 -0.032
Si -1.285 -6.872 18.946 -0.005 0.039 0.005
Si -3.983 -4.171 18.944 0.001 0.013 -0.021
Si -1.328 -1.443 18.781 -0.022 -0.006 -0.02
Si 0.141 -0.186 20.054 0.023 -0.021 0.035
Si 2.71 2.755 20.267 -0.029 0.007 0.044
Si -0.035 5.327 20.019 -0.008 -0.013 0.072
Si 2.798 8.098 20.295 -0.002 -0.007 0.037
Si 0.049 -5.574 20.415 0.023 -0.008 0.031
Si 2.788 -2.897 20.337 0.006 -0.039 0.047
Si 5.384 -0.005 20.401 0.028 0.023 0.051
Si 8.024 2.646 20.205 -0.017 -0.002 0.054
Si 5.401 5.374 20.306 0.021 -0.015 0.033
Si 8.191 8.107 20.296 0.011 -0.001 0.059
Si 5.56 -5.617 20.549 -0.001 -0.04 0.044
Si 8.171 -2.678 20.378 0.008 0.005 0.062
Si -5.443 -0.044 20.041 -0.017 0.014 0.053
Si -2.639 2.665 20.044 -0.008 0.019 0.053
Si -5.288 5.344 20.262 0.005 0.021 0.057
Si -2.738 -8.316 20.075 -0.009 0.005 0.044
Si -5.334 -5.517 20.355 0.006 -0.001 0.061
Si -2.611 -2.755 20.24 -0.001 -0.001 0.031
Si 1.154 -1.743 21.518 0.113 0.11 -0.755
Si 4.2 1.629 21.658 -0.071 -0.201 -0.703
Si 0.939 3.783 21.443 0.357 0.135 -0.735
Si 4.273 6.906 21.674 -0.131 -0.145 -0.676
Si 1.713 -6.713 21.704 -0.254 -0.017 -0.725
Si 3.908 -4.463 21.74 0.155 0.119 -0.717
Si 7.012 -1.115 21.698 -0.151 -0.111 -0.731
Si -6.901 0.975 21.546 0.012 0.228 -0.78
Si 6.482 3.734 21.567 0.051 0.083 -0.744
Si -6.392 6.977 21.528 -0.075 -0.127 -0.746
Si 6.682 -7.364 21.856 0.062 0.374 -0.667
Si 9.818 -3.738 21.682 -0.239 -0.132 -0.764
Si -4.288 -1.545 21.333 0.31 0.041 -0.734
Si -1.052 1.415 21.173 -0.114 -0.078 -0.775
Si -3.657 4.166 21.515 -0.23 -0.061 -0.731
Si -1.592 6.428 21.314 0.008 0.013 -0.738
Si -4.163 -7.212 21.524 0.016 0.235 -0.666
Si -1.11 -3.925 21.635 -0.173 -0.174 -0.674
Si 1.342 -6.251 -3.024 0.081 -0.043 -0.047
Si -0.742 -4.312 -3.318 -0.053 0.026 0.156
Si 3.563 -0.88 -4.261 0.125 -0.044 0.003
Si 3.612 5.888 24.575 0.043 0.072 -0.082
Si 2.796 3.103 -1.6 -0.006 0.025 -0.028
Si 8.537 -4.427 24.493 -0.08 0.118 -0.035
Si -2.515 -0.292 23.364 -0.025 -0.075 -0.088
Si 0.558 -3.511 -5.738 -0.167 -0.07 -0.044
Si -5.168 -3.203 -6.647 0.033 0.1 -0.002
Si -3.068 7.999 -2.386 0.027 0.079 0.003
Si 0.627 2.051 -6.421 -0.032 -0.044 -0.045
Si -2.176 -3.305 -5.525 0.021 -0.09 -0.002
Si 7.547 -6.414 -3.043 0.003 -0.163 0.138
Si 2.043 -5.916 -6.984 -0.023 0.004 -0.044
Si -2.745 -7.749 -5.573 -0.117 -0.083 0.092
Si 5.242 -5.768 -4.838 -0.096 -0.022 0.031
Si -4.656 -6.022 -7.221 0.15 -0.152 -0.082
Si 3.516 -3.873 -3.348 0.022 0.08 0.226
Si 7.856 -7.276 24.86 -0.011 -0.157 -0.119
Si 1.84 1.595 -3.748 -0.051 -0.062 -0.044
Si -6.805 7.794 -4.537 -0.076 0.154 0.064
Si 3.166 -7.831 -4.792 -0.072 -0.039 0.038
Si -1.417 -2.067 25.215 -0.063 -0.01 -0.088
Si 2.512 0.03 23.797 0 0.114 -0.132
Si -8.021 -5.697 -4.906 -0.032 0.035 0.075
Si -12.144 -0.598 -4.105 -0.029 -0.074 -0.023
Si 11.324 -5.758 -4.721 0.035 0.062 -0.127
Si 4.691 6.268 -6.231 -0.048 0.037 0.031
Si -6.693 -3.092 -4.079 -0.041 -0.041 0.001
Si -4.863 -1.157 -2.844 -0.059 0.036 0.098
Si -6.871 1.082 -2.669 0.151 0.013 0.031
Si -2.202 1.687 -6.484 -0.052 -0.054 -0.016
Si 5.136 4.844 -1.977 0.06 0.145 -0.086
Si 4.662 -1.158 25.76 -0.033 0.05 0.069
Si -1.855 -7.268 25.688 -0.066 -0.043 0.115
Si -4.673 3.427 -5.898 -0.092 -0.072 0.074
Si 5.792 -3.077 23.88 0.005 0.093 -0.188
Si -3.986 0.928 25.716 -0.066 -0.004 -0.167
Si -5.681 6.502 -2.363 -0.067 0.029 0.022
Si 9.821 -4.544 -2.547 0.075 0.082 -0.032
Si -11.93 3.433 -7.152 0.01 -0.014 -0.091
Si -2.964 -5.436 23.697 0.068 -0.081 -0.099
Si -2.126 -0.599 -4.369 -0.011 0.127 0.104
Si -5.388 2.713 23.648 0.034 0.009 -0.084
Si 7.362 0.029 -6.848 0.007 -0.07 0.007
Si 0.991 4.924 24.426 -0.117 -0.026 -0.094
Si -5.334 3.729 -3.035 0.103 -0.043 0.157
Si 5.792 0.07 -2.264 0.028 -0.003 0.079
Si -9.535 6.417 -4.64 -0.064 -0.034 0.118
Si -5.783 -4.181 24.387 -0.074 -0.098 -0.033
Si -0.154 0.208 -2.149 0.046 -0.029 0.145
Si 0.118 7.776 23.641 0.088 -0.129 -0.131
Si 6.215 5.403 25.944 -0.068 0.013 -0.062
Si -4.721 6.511 -6.526 -0.082 0.022 -0.093
Si 1.397 -1.371 5.285 -0.004 -0.009 -0.007
Si 4.08 1.356 5.318 -0.003 0.022 0.009
Si 1.346 4.096 5.303 -0.015 -0.002 -0.004
Si 4.09 6.837 5.282 -0.003 -0.003 0
Si 1.391 9.527 5.255 0.004 -0.005 0
Si 4.106 -4.134 5.299 -0.014 -0.002 0.011
Si 6.835 -1.412 5.329 0.023 -0.006 -0.004
Si 9.535 1.384 5.411 0.012 0.006 0.02
Si 6.796 4.087 5.32 -0.006 0.004 0.01
Si 9.522 6.82 5.357 -0.015 0.011 0.001
Si 6.875 -6.808 5.258 0.011 0.003 -0.001
Si -6.782 -4.051 5.419 0.006 -0.007 -0.006
Si -4.079 -1.368 5.372 0.005 -0.005 0.001
Si -1.372 1.386 5.324 -0.017 0.029 0.002
Si -4.076 4.115 5.371 -0.008 -0.009 0.013
Si -1.355 6.834 5.295 -0.007 0.002 -0.001
Si -4.035 -6.809 5.35 0.004 -0.016 -0.002
Si -1.323 -4.092 5.317 0.006 -0.007 0.005
Si 2.735 -0.014 6.673 0.005 -0.008 0.001
Si 5.453 2.712 6.679 0.003 -0.013 -0.002
Si 2.733 5.458 6.646 -0.009 0.003 -0.007
Si 5.491 -8.157 6.636 -0.004 0.003 -0.006
Si 2.742 -5.468 6.662 0.006 0.007 0.004
Si 5.454 -2.755 6.671 -0.007 -0.003 -0.001
Si 8.18 -0.033 6.706 0.005 -0.003 -0.001
Si 10.899 2.744 6.755 -0.012 -0.001 -0.002
Si 8.158 5.446 6.694 0.009 -0.007 -0.007
Si -5.408 -8.135 6.748 0.004 -0.002 -0.006
Si -8.135 -5.412 6.8 0.009 -0.001 -0.003
Si 10.878 -2.743 6.676 -0.008 -0.001 -0.009
Si -2.711 0.013 6.698 -0.003 -0.004 -0.001
Si 0.009 2.727 6.681 0.012 -0.002 0.002
Si -2.694 5.47 6.698 0 -0.006 -0.003
Si 0.039 8.167 6.644 0.008 0.002 -0.003
Si -2.671 -5.451 6.697 0.01 -0.004 0
Si 0.035 -2.721 6.663 0.001 -0.001 0.001
Si 1.374 1.35 8.03 -0.011 -0.003 -0.004
Si 4.092 4.087 8.02 0.002 -0.002 -0.003
Si 1.386 6.803 8.023 0.001 -0.005 0.004
Si 4.122 -6.816 8.013 -0.007 -0.001 0.002
Si 1.397 -4.089 8.02 0.009 0.002 -0.004
Si 4.109 -1.373 8.026 -0.004 0.003 -0.001
Si 6.818 1.349 8.044 -0.008 0.008 0.002
Si 9.526 4.106 8.08 0.009 -0.001 0.003
Si 6.811 6.807 8.045 0.004 -0.006 0
Si -6.773 -6.791 8.124 0.01 0.004 0.001
Si 6.831 -4.099 8.03 0.006 0.007 -0.002
Si 9.544 -1.378 8.066 -0.008 -0.006 0.001
Si -4.07 1.363 8.073 -0.003 -0.001 -0.008
Si -1.338 4.089 8.049 0 0 -0.001
Si -4.055 6.8 8.083 -0.005 0.002 0.001
Si -1.308 -6.812 8.04 -0.001 0.002 -0.002
Si -4.041 -4.097 8.069 -0.008 -0.004 -0.012
Si -1.333 -1.365 8.031 -0.002 0.007 -0.008
Si 0.027 -0.015 9.396 0.003 0.001 0.004
Si 2.748 2.709 9.382 -0.005 -0.003 0.001
Si 0.04 5.435 9.396 -0.003 -0.002 0
Si 2.766 -8.174 9.382 0.009 -0.011 0.001
Si 0.051 -5.452 9.391 -0.002 0 -0.002
Si 2.757 -2.737 9.384 -0.005 0.003 0.004
Si 5.464 -0.016 9.399 0.004 -0.009 0
Si 8.176 2.716 9.416 0.011 -0.001 -0.005
Si 5.46 5.433 9.397 0 0.007 0
Si -8.151 -8.148 9.482 0 0.009 -0.001
Si 5.474 -5.46 9.39 -0.001 -0.002 -0.003
Si 8.177 -2.738 9.413 -0.003 0.002 0.002
Si -5.411 0.006 9.462 -0.001 0.004 0.008
Si -2.696 2.72 9.414 -0.004 0.002 -0.003
Si -5.416 5.44 9.454 0.003 -0.008 -0.001
Si -2.672 -8.165 9.412 0.009 -0.001 -0.003
Si -5.399 -5.438 9.454 0.01 0.005 0.001
Si -2.679 -2.729 9.408 0 -0.002 -0.003
Si 1.398 -1.381 10.744 -0.008 0.002 -0.001
Si 4.11 1.35 10.751 0.001 -0.001 0
Si 1.397 4.063 10.752 -0.005 0 0.002
Si 4.116 -9.528 10.763 -0.01 -0.008 0.007
Si 1.414 -6.814 10.747 0.003 0.009 0
Si 4.118 -4.097 10.747 -0.002 0.015 -0.002
Si 6.823 -1.372 10.769 0.005 0.004 0.001
Si 9.534 1.368 10.795 -0.006 -0.006 0.003
Si 6.822 4.079 10.772 -0.002 -0.008 0.002
Si -6.79 -9.532 10.812 -0.001 -0.006 -0.001
Si -9.513 -6.807 10.859 0.007 -0.006 0.001
Si 9.527 -4.076 10.807 -0.003 0.005 0.001
Si -4.046 -1.384 10.782 0.003 0.005 -0.006
Si -1.334 1.342 10.757 -0.009 0.005 -0.005
Si -4.057 4.064 10.792 -0.005 0.004 0.001
Si -1.317 6.785 10.762 -0.006 -0.007 -0.001
Si -4.033 -6.816 10.779 -0.001 -0.005 -0.001
Si -1.311 -4.099 10.75 0.002 -0.003 -0.007
Si 2.76 -0.027 12.103 -0.006 -0.004 0
Si 5.476 2.699 12.123 0.001 0.002 0
Si 2.768 5.416 12.111 0.001 0 0.001
Si 5.475 -8.173 12.139 0.006 0.002 -0.001
Si 2.773 -5.462 12.114 0.006 -0.003 0.002
Si 5.47 -2.746 12.121 0 -0.003 -0.002
Si 8.179 -0.009 12.136 0 0.001 -0.007
Si 10.884 2.731 12.179 0.003 -0.004 -0.005
Si 8.177 5.44 12.149 0.008 0.002 -0.006
Si -5.402 -8.176 12.133 0.009 0.013 -0.006
Si -8.126 -5.452 12.185 0.007 0.016 0.002
Si 10.873 -2.712 12.188 -0.004 0.005 0
Si -2.677 -0.033 12.124 -0.004 -0.001 0.002
Si 0.037 2.694 12.107 -0.003 -0.008 -0.003
Si -2.68 5.424 12.122 0.007 0 -0.005
Si 0.057 8.139 12.105 -0.004 -0.007 -0.008
Si -2.664 -5.456 12.116 0.006 0.01 -0.001
Si 0.059 -2.757 12.108 -0.002 0.005 -0.001
Si 1.397 1.322 13.457 -0.016 0.009 0
Si 4.129 4.062 13.478 0.004 -0.009 0.008
Si 1.416 6.778 13.463 -0.001 -0.007 0.004
Si 4.125 -6.808 13.496 -0.01 0.008 0.004
Si 1.42 -4.112 13.479 -0.01 0.007 0.006
Si 4.11 -1.391 13.474 -0.002 0.01 0.002
Si 6.83 1.341 13.499 0.015 -0.021 0.003
Si 9.529 4.097 13.536 -0.004 0.003 0.007
Si 6.835 -9.519 13.518 -0.009 -0.003 0.008
Si -6.759 -6.838 13.507 0.016 -0.024 0
Si 6.811 -4.104 13.506 0.001 0.009 0.004
Si 9.515 -1.346 13.538 -0.011 0.009 0.002
Si -4.054 1.311 13.478 -0.001 -0.004 0.003
Si -1.322 4.053 13.463 -0.016 0.009 -0.001
Si -4.041 6.781 13.477 -0.01 -0.008 -0.001
Si -1.298 9.499 13.46 0.003 -0.004 -0.002
Si -4.034 -4.115 13.477 0.001 -0.004 -0.001
Si -1.307 -1.412 13.459 0.008 -0.005 -0.004
Si 0.07 -0.079 14.81 0.001 0 0.006
Si 2.763 2.681 14.803 0.001 -0.009 0
Si 0.052 5.412 14.803 -0.003 -0.001 -0.003
Si 2.773 8.133 14.832 0.004 -0.001 -0.003
Si 0.074 -5.491 14.83 -0.002 -0.002 0.005
Si 2.785 -2.769 14.853 0.008 0.007 0.006
Si 5.474 -0.048 14.836 -0.002 -0.005 -0.001
Si 8.173 2.713 14.873 -0.001 0 0.001
Si 5.483 5.42 14.858 0.004 -0.007 0
Si 8.188 -8.162 14.905 0.006 0.001 -0.004
Si 5.472 -5.462 14.892 0.003 -0.005 0.001
Si 8.158 -2.74 14.866 0.001 -0.004 -0.004
Si -5.417 -0.035 14.858 0.008 -0.007 0.003
Si -2.679 2.667 14.8 0.002 0 0.001
Si -5.427 5.428 14.814 0 0.001 0.005
Si -2.666 8.147 14.809 0.014 0.005 0.002
Si -5.379 -5.484 14.839 -0.001 0.003 0.005
Si -2.657 -2.775 14.823 0.003 0.006 0.006
Si 17.841 -1.511 0.02 -0.185 0.252 0.711
Si 20.674 1.078 0.199 -0.09 0.108 0.763
Si 17.258 4.571 -0.133 0.174 -0.109 0.745
Si 20.088 7.217 -0.012 0.103 -0.188 0.767
Si 17.741 -7.03 0.083 -0.043 0.243 0.632
Si 20.151 -3.667 0.08 0.11 -0.331 0.759
Si 22.781 -1.242 0.079 0.325 -0.117 0.699
Si 25.609 1.636 -0.128 0.185 -0.234 0.722
Si 23.343 3.871 -0.039 -0.152 0.164 0.729
Si 25.581 7.087 0.024 0.073 -0.168 0.702
Si 23.403 9.382 0.059 -0.164 0.076 0.702
Si 9.421 -3.78 0.168 0.029 -0.179 0.742
Si 12.414 -1.571 -0.042 -0.13 0.287 0.667
Si 14.684 1.723 -0.02 0.155 -0.216 0.722
Si 12.565 4.008 0.128 -0.246 0.048 0.705
Si 15.089 6.738 0.353 0.023 -0.053 0.565
Si 12.925 -7.381 -0.25 -0.228 0.204 0.678
Si 14.811 -3.666 -0.043 0.127 -0.344 0.628
Si 19.008 0.008 1.403 0.009 -0.014 -0.073
Si 21.814 2.74 1.348 0.013 0.007 -0.062
Si 18.992 5.522 1.217 0.014 0.002 -0.095
Si 21.746 8.25 1.295 0.019 0.001 -0.046
Si 18.992 -5.375 1.224 -0.001 -0.023 -0.044
Si 21.683 -2.674 1.541 -0.027 -0.009 -0.043
Si 24.512 -0.035 1.171 -0.008 0.018 -0.054
Si 10.894 2.781 1.28 0.026 0.009 -0.064
Si 24.456 5.461 1.296 0.008 -0.01 -0.049
Si 11.077 -8.313 1.014 -0.051 0.004 -0.063
Si 24.517 -5.383 1.393 0.007 -0.012 -0.059
Si 10.945 -2.635 1.45 0.016 -0.001 -0.058
Si 13.579 0.056 1.235 0.006 -0.005 -0.057
Si 16.316 2.85 1.238 0.026 -0.01 -0.092
Si 13.691 5.392 1.586 0.002 -0.006 -0.023
Si 16.406 8.16 1.594 0.02 0.006 -0.018
Si 13.756 -5.516 1.069 -0.05 0.026 -0.05
Si 16.301 -2.606 1.393 0.013 -0.009 -0.062
Si 17.659 1.461 2.628 -0.026 0 0.025
Si 20.372 4.129 2.591 -0.011 0.024 0.003
Si 17.784 6.773 2.815 0.01 -0.019 0.044
Si 20.397 9.625 2.649 -0.027 0 0.016
Si 17.666 -4.042 2.674 0.018 0.003 0.006
Si 20.336 -1.306 2.845 0.006 0.025 0.037
Si 23.19 1.339 2.658 0 -0.036 0.033
Si 25.87 4.106 2.657 -0.003 -0.01 0.004
Si 23.066 6.81 2.654 0.011 0.016 0.014
Si 25.863 -6.795 2.75 0.01 0.014 0.036
Si 23.12 -4.066 2.747 -0.001 -0.022 0.01
Si 9.563 -1.286 2.742 -0.01 0.009 0.034
Si 12.229 1.381 2.642 -0.011 -0.01 0.009
Si 15.056 4.032 2.831 0.029 -0.024 0.045
Si 12.243 6.81 2.689 -0.041 0.029 0.03
Si 14.987 -6.708 2.708 -0.023 0.022 0.037
Si 12.348 -4.169 2.551 0.04 -0.019 0.036
Si 14.941 -1.235 2.681 -0.013 0.015 0.029
Si 16.319 0.092 4.033 0.003 0.006 -0.006
Si 19.046 2.774 4.006 0.002 0.005 -0.004
Si 16.385 5.44 4.141 0.014 0.003 0.004
Si 19.118 8.217 4.074 0.002 0.003 -0.009
Si 16.341 -5.383 4.074 0.033 -0.019 0.019
Si 18.998 -2.721 4.112 -0.008 -0.003 0.009
Si 21.793 0.05 4.081 -0.012 0.023 -0.007
Si 24.52 2.721 4.029 0.004 0.002 -0.02
Si 21.728 5.452 4.018 -0.007 0.011 0.002
Si 24.454 -8.171 4.045 0.001 0.008 -0.009
Si 21.753 -5.417 4.083 -0.017 0.002 0.009
Si 24.501 -2.688 4.049 0.008 0.009 0.007
Si 10.914 0.055 4.075 0.005 0.024 0.007
Si 13.608 2.683 4.069 -0.019 -0.001 -0.011
Si 10.906 5.458 4.064 0.004 -0.026 0.011
Si 13.607 8.206 4.015 0.02 -0.01 -0.003
Si 10.936 -5.492 3.901 -0.009 -0.013 -0.008
Si 13.632 -2.728 3.966 -0.02 -0.02 -0.042
Si 17.648 -1.275 16.298 0.008 0.002 -0.012
Si 20.341 1.408 16.339 0.001 0.003 -0.003
Si 17.658 4.14 16.342 0.015 -0.002 -0.001
Si 20.339 6.831 16.34 0.006 -0.012 -0.008
Si 17.588 -6.757 16.32 -0.002 -0.003 -0.004
Si 20.313 -4.017 16.281 0 0.014 -0.018
Si 23.052 -1.347 16.321 0.012 0 0.002
Si 9.513 1.39 16.285 0.004 -0.003 0.016
Si 23.063 4.066 16.326 -0.014 -0.013 -0.012
Si 9.536 -9.502 16.303 0.014 0.01 0.006
Si 23.058 -6.782 16.315 -0.007 -0.003 -0.006
Si 9.498 -4.081 16.252 -0.009 0.006 0.001
Si 12.208 -1.333 16.286 -0.001 -0.005 -0.005
Si 14.941 1.443 16.31 0.022 0.013 0.006
Si 12.223 4.142 16.317 0.007 0.016 0.008
Si 14.943 6.862 16.335 0.006 0.004 0.005
Si 12.223 -6.805 16.297 -0.008 0 0.002
Si 14.921 -4.041 16.324 0.011 -0.003 0.002
Si 18.987 0.062 17.718 -0.006 0.009 0.005
Si 21.679 2.764 17.718 0.007 0.002 0.028
Si 18.985 5.507 17.747 -0.001 -0.002 0.01
Si 21.707 8.187 17.682 -0.016 0.008 0.03
Si 18.928 -5.348 17.62 -0.011 0.014 0.011
Si 21.611 -2.629 17.66 -0.042 0.007 -0.011
Si 24.428 -0.073 17.737 -0.01 -0.006 0.022
Si 10.862 2.779 17.675 0.001 -0.005 -0.007
Si 24.462 5.395 17.651 0.025 0.006 0.003
Si 10.873 -8.131 17.709 -0.003 -0.025 0.027
Si 24.384 -5.412 17.687 0.035 0.006 0.027
Si 10.856 -2.741 17.614 0.002 0.014 0.006
Si 13.532 0.096 17.62 -0.014 -0.004 -0.029
Si 16.311 2.788 17.706 -0.033 -0.011 0.013
Si 13.567 5.533 17.69 -0.008 -0.006 0.009
Si 16.275 -8.107 17.755 -0.004 0.002 0
Si 13.586 -5.467 17.664 0.016 0.009 -0.011
Si 16.254 -2.59 17.636 0.005 0.007 0.003
Si 17.669 1.439 19.102 0.008 -0.008 -0.011
Si 20.365 4.181 19.122 0.002 -0.004 -0.011
Si 17.664 6.899 19.151 0.028 -0.009 -0.003
Si 20.282 -6.712 18.945 0.011 -0.001 -0.044
Si 17.595 -3.941 18.985 0.034 0.015 -0.025
Si 20.295 -1.295 19.134 0.008 -0.017 -0.005
Si 23.001 1.3 19.005 -0.019 -0.015 -0.048
Si 9.502 4.102 19.073 -0.002 0.019 0.005
Si 23.119 6.764 18.963 -0.017 0.017 -0.025
Si 9.499 -6.73 19.031 0.024 0.001 -0.009
Si 22.954 -4.003 18.949 -0.01 -0.005 -0.041
Si 25.803 -1.465 19.124 -0.009 0.001 -0.009
Si 12.229 1.447 19.038 0.015 0 -0.018
Si 14.969 4.209 19.023 0.004 0.016 -0.034
Si 12.23 -9.459 19.132 0.01 0.002 -0.017
Si 14.89 -6.78 19.144 -0.02 -0.004 0.002
Si 12.212 -4.12 18.977 -0.027 0.007 -0.02
Si 14.893 -1.201 18.98 0.032 0.007 -0.034
Si 16.202 0.152 20.431 -0.009 0.026 0.041
Si 19.021 2.811 20.501 -0.005 0.007 0.042
Si 16.271 5.558 20.495 -0.014 -0.017 0.04
Si 19.046 8.32 20.458 0.002 -0.018 0.048
Si 16.237 -5.274 20.34 -0.016 0.008 0.037
Si 18.873 -2.614 20.482 -0.006 0.002 0.075
Si 21.677 0.035 20.51 0.009 0.001 0.087
Si 24.396 2.603 20.321 0.009 -0.025 0.045
Si 21.816 5.533 20.446 -0.028 -0.035 0.034
Si 24.434 8.154 20.284 0.027 0.009 0.06
Si 21.566 -5.306 20.285 -0.01 0.014 0.04
Si 24.294 -2.785 20.397 0.012 0.016 0.04
Si 10.778 0.052 20.249 -0.024 0 0.048
Si 13.624 2.847 20.366 -0.003 -0.002 0.061
Si 10.865 5.466 20.494 0.012 0.008 0.039
Si 13.544 -8.097 20.626 -0.013 -0.018 0.047
Si 10.881 -5.418 20.451 -0.011 -0.024 0.04
Si 13.539 -2.651 20.214 0.001 0.001 0.02
Si 17.176 -1.505 21.74 0.267 0.111 -0.709
Si 20.578 1.659 21.85 -0.183 -0.233 -0.712
Si 17.511 4.064 21.803 0.158 0.096 -0.677
Si 20.833 7.325 21.678 -0.049 -0.038 -0.752
Si 17.85 -6.331 21.643 0.021 -0.175 -0.702
Si 20.085 -4.175 21.753 0.138 0.204 -0.766
Si 23.283 -1.159 21.774 -0.229 -0.097 -0.787
Si 9.155 1.131 21.54 0.067 0.02 -0.739
Si 22.904 3.786 21.66 0.052 0.228 -0.739
Si 9.729 7.111 21.737 0.05 -0.194 -0.722
Si 22.964 -6.77 21.399 -0.017 -0.005 -0.494
Si 25.081 -4.541 21.757 0.206 -0.015 -0.722
Si 11.979 -1.496 21.467 0.088 0.088 -0.707
Si 15.233 1.878 21.758 -0.021 -0.199 -0.764
Si 12.477 4.315 21.763 -0.208 -0.091 -0.744
Si 14.674 -9.733 21.926 0.162 0.226 -0.686
Si 11.928 -6.938 21.957 0.227 0.131 -0.698
Si 14.981 -3.754 21.658 -0.066 -0.203 -0.719
Si 14.459 2.662 -5.407 -0.047 0.009 -0.055
Si 16.419 -6.768 -2.762 0.016 0.083 0.053
Si 25.435 2.045 -5.714 0.137 -0.02 -0.113
Si 15.046 6.626 24.94 0.014 0.002 -0.107
Si 23.032 4.894 -2.958 0.012 0.087 0.181
Si 18.584 -8.023 -4.543 -0.058 0.013 0.044
Si 12.268 -0.722 24.294 0.045 0.121 -0.08
Si 15.324 -4.159 -2.992 -0.023 0.043 -0.014
Si 20.08 2.463 -6.688 0.058 0.13 -0.021
Si 13.506 -6.459 -3.078 0.04 0.015 0.012
Si 17.317 3.454 -5.713 -0.029 0.026 0.085
Si 12.14 -0.586 -2.969 -0.134 0.023 0.142
Si 26.069 -2.094 26.004 0.072 -0.07 -0.11
Si 21.494 -2.422 24.005 -0.014 0.003 -0.162
Si 9.426 -7.92 -5.011 -0.125 0.039 -0.121
Si 14.112 5.81 -5.732 0.001 -0.034 -0.05
Si 19.153 5.85 23.923 -0.069 -0.096 -0.101
Si 21.542 4.795 25.494 0.102 0.04 0.017
Si 23.991 5.445 24.013 0.038 0.19 -0.129
Si 20.524 -0.458 -7.034 -0.066 -0.027 0.123
Si 16.631 -2.485 -4.994 -0.077 0.063 -0.084
Si 19.909 1.398 -2.718 -0.012 0.004 0.13
Si 17.19 -0.599 24.726 -0.067 -0.121 -0.234
Si 22.161 1.959 26.056 -0.056 0.135 -0.007
Si 14.543 1.174 24.708 0.121 0.051 -0.125
Si 10.818 -2.833 -4.68 0.07 -0.122 0.044
Si 23.181 -5.65 -2.759 0.042 0.024 0.182
Si 25.46 7.706 -5.284 0.13 0.003 -0.141
Si 4.473 0.976 -6.529 0.021 0.119 0.114
Si 9.18 -2.246 -7.253 -0.108 -0.044 -0.082
Si 10.168 1.716 -2.661 0.032 -0.112 0.067
Si 16.99 6.361 -6.454 -0.126 0.035 -0.009
Si 20.461 6.48 -3.004 0.025 -0.045 0.126
Si 19.367 -6.036 -6.683 0.091 0.014 -0.035
Si 7.531 1.699 -4.242 -0.102 -0.065 0.019
Si 21.373 -0.673 -4.172 0.014 -0.043 -0.012
Si 19.976 0.282 24.67 0.116 0.066 -0.18
Si 7.559 6.892 -7.159 0.055 -0.091 0.031
Si 11.504 6.267 -4.736 0.018 -0.035 -0.077
Si 21.96 -2.976 -2.225 -0.014 0.068 0.136
Si 8.314 5.194 23.728 -0.063 -0.02 -0.224
Si 13.619 -5.33 24.09 -0.103 0.057 -0.129
Si 17.488 -0.623 -2.967 -0.053 -0.074 0.211
Si 10.052 0.792 25.436 -0.126 0.041 -0.048
Si 25.92 -0.897 -6.936 0.051 0.198 0.053
Si 10.531 3.04 23.74 0.036 0.007 -0.213
Si 10.885 4.771 -2.131 -0.069 0.097 0.062
Si 22.773 -7.022 -5.263 0.071 0.135 -0.065
Si 17.208 -3.609 25.715 0.009 0.021 -0.009
Si 5.363 3.553 -4.916 -0.036 -0.108 0.101
Si 14.882 0.845 -2.989 -0.057 0.096 0.123
Si 17.628 7.896 25.815 0.027 -0.053 0.042
Si 18.482 4.022 -3.017 -0.061 -0.033 0.207
Si 16.468 -6.113 24.328 0.022 0.068 -0.032
Si 17.649 -1.31 5.409 0.007 0.014 0.01
Si 20.409 1.419 5.395 -0.005 -0.008 0.012
Si 17.728 4.08 5.463 0 -0.001 0.009
Si 20.439 6.829 5.432 -0.016 0.001 0.004
Si 17.702 9.549 5.408 0.002 0.002 0.011
Si 20.394 -4.062 5.445 -0.008 -0.004 0.01
Si 23.134 -1.341 5.426 -0.006 -0.003 -0.008
Si 25.853 1.362 5.424 0 0.008 0.005
Si 23.115 4.081 5.371 -0.007 -0.011 -0.008
Si 25.823 6.791 5.42 0.002 0.014 -0.003
Si 23.111 -6.804 5.423 0.008 -0.008 0.004
Si 9.548 -4.114 5.257 0.002 -0.002 0.005
Si 12.265 -1.38 5.357 0.02 -0.001 -0.001
Si 14.961 1.366 5.447 0.003 0.002 0.016
Si 12.272 4.092 5.398 0.007 -0.001 0.016
Si 14.972 6.839 5.391 -0.012 0.012 0.013
Si 12.247 -6.783 5.372 -0.006 0.01 0.001
Si 14.978 -4.021 5.404 -0.011 0.015 0.007
Si 19.044 0.039 6.752 -0.003 -0.006 -0.007
Si 21.76 2.756 6.776 -0.008 0.007 0
Si 19.067 5.473 6.793 -0.001 0.002 0
Si 21.778 -8.151 6.813 0.005 -0.007 0.003
Si 19.041 -5.424 6.798 0.007 -0.006 0.003
Si 21.764 -2.698 6.787 -0.005 0.001 0.006
Si 24.484 0.014 6.792 0.002 0.002 0.001
Si 27.192 2.704 6.819 0.007 -0.012 0.002
Si 24.462 5.43 6.774 -0.001 -0.002 -0.006
Si 10.889 -8.149 6.723 -0.003 -0.001 0.003
Si 8.199 -5.449 6.658 -0.004 -0.008 -0.012
Si 27.193 -2.731 6.82 -0.001 0.002 -0.003
Si 13.607 -0.025 6.762 0.007 -0.009 -0.009
Si 16.332 2.731 6.792 -0.003 0.003 0.001
Si 13.625 5.462 6.752 -0.003 -0.001 -0.008
Si 16.329 8.193 6.758 -0.002 -0.002 -0.003
Si 13.604 -5.409 6.73 0.007 -0.007 0
Si 16.311 -2.669 6.788 -0.002 0.001 -0.003
Si 17.687 1.374 8.146 -0.005 -0.001 -0.006
Si 20.411 4.11 8.154 0.008 0.02 -0.005
Si 17.678 6.828 8.129 -0.004 -0.002 -0.001
Si 20.396 -6.789 8.155 -0.014 -0.002 -0.001
Si 17.674 -4.048 8.134 0.006 0.009 -0.005
Si 20.391 -1.33 8.128 0.006 0.008 -0.002
Si 23.108 1.376 8.139 -0.001 -0.002 -0.004
Si 25.817 4.074 8.158 -0.001 -0.008 -0.01
Si 23.125 6.796 8.161 -0.005 0.012 -0.002
Si 9.532 -6.788 8.069 -0.005 0.004 0.005
Si 23.107 -4.074 8.15 0.001 -0.003 -0.009
Si 25.828 -1.357 8.165 0.005 0 -0.008
Si 12.25 1.362 8.101 0.003 0 -0.008
Si 14.972 4.107 8.129 0.01 0.007 0.006
Si 12.248 6.818 8.094 0.002 -0.004 0.005
Si 14.961 -6.765 8.105 -0.002 -0.001 -0.001
Si 12.233 -4.064 8.086 0 0.007 -0.003
Si 14.954 -1.34 8.159 -0.011 -0.006 0.006
Si 16.317 0.027 9.507 0.003 -0.01 0
Si 19.036 2.749 9.501 0.002 0 -0.001
Si 16.321 5.47 9.491 0 0.003 0.004
Si 19.023 -8.139 9.507 0 -0.005 0.003
Si 16.307 -5.41 9.487 -0.009 0.003 -0.003
Si 19.029 -2.688 9.497 -0.002 -0.003 0.002
Si 21.743 0.023 9.502 -0.004 -0.001 0.004
Si 24.456 2.722 9.522 -0.002 0.005 0.003
Si 21.751 5.46 9.528 0 -0.012 0.006
Si 8.176 -8.162 9.416 -0.004 0.003 0.002
Si 21.743 -5.423 9.518 0.002 -0.001 0.003
Si 24.46 -2.716 9.518 -0.002 0 0.003
Si 10.888 -0.005 9.446 0.01 -0.003 -0.005
Si 13.604 2.732 9.468 0 -0.013 -0.007
Si 10.889 5.454 9.45 -0.01 0.001 -0.003
Si 13.603 -8.136 9.459 -0.001 0.002 -0.002
Si 10.882 -5.431 9.445 -0.003 -0.003 -0.005
Si 13.578 -2.709 9.478 0.004 0.005 0.003
Si 17.668 -1.334 10.866 0.001 -0.002 0.006
Si 20.384 1.386 10.866 0.005 0.001 -0.002
Si 17.67 4.111 10.859 -0.006 0.007 0.001
Si 20.373 -9.5 10.874 -0.003 0.009 -0.003
Si 17.659 -6.771 10.857 0.005 -0.002 -0.001
Si 20.375 -4.055 10.868 0.003 0 -0.002
Si 23.091 -1.35 10.867 0.005 -0.001 -0.007
Si 25.806 1.357 10.894 -0.003 -0.006 -0.004
Si 23.095 4.086 10.882 -0.007 0.014 -0.007
Si 9.532 -9.507 10.801 0.009 0.003 0.005
Si 6.822 -6.808 10.776 0 -0.006 0.001
Si 25.808 -4.079 10.892 -0.001 -0.001 -0.003
Si 12.234 -1.342 10.841 0.002 -0.005 0.007
Si 14.952 1.391 10.857 0.013 0.011 0.005
Si 12.242 4.094 10.822 0.002 -0.001 0.001
Si 14.953 6.833 10.839 0 0.003 -0.001
Si 12.238 -6.782 10.817 -0.003 0.006 0
Si 14.939 -4.057 10.845 -0.015 0.007 0.003
Si 19.015 0.04 12.227 0.005 0.004 0.004
Si 21.73 2.74 12.244 0.01 0.006 -0.001
Si 19.013 5.467 12.239 0.004 -0.006 0.004
Si 21.712 -8.137 12.244 -0.008 -0.014 0.004
Si 19.006 -5.409 12.227 -0.006 0.007 0.004
Si 21.725 -2.694 12.234 0.005 0.006 0.002
Si 24.437 0.001 12.246 -0.002 -0.001 -0.001
Si 27.159 2.701 12.275 -0.006 0.002 0.005
Si 24.433 5.44 12.257 -0.009 -0.015 0.003
Si 10.888 -8.152 12.174 -0.001 0.003 -0.002
Si 8.175 -5.455 12.153 -0.007 -0.006 0
Si 27.155 -2.724 12.273 0.006 0 0.004
Si 13.587 0.026 12.211 -0.006 -0.006 -0.002
Si 16.3 2.764 12.218 -0.003 -0.005 -0.002
Si 13.594 5.464 12.189 0.003 -0.002 0
Si 16.298 8.192 12.219 -0.008 0.003 0.002
Si 13.577 -5.419 12.196 0.005 -0.01 -0.005
Si 16.287 -2.688 12.211 -0.002 -0.009 -0.006
Si 17.652 1.41 13.582 -0.007 0.012 0.002
Si 20.366 4.103 13.602 0.006 -0.005 -0.001
Si 17.647 6.834 13.594 0 -0.002 0.001
Si 20.346 -6.772 13.606 0.008 0.006 -0.003
Si 17.634 -4.045 13.577 0 0.003 -0.001
Si 20.37 -1.316 13.59 0.001 -0.009 0.006
Si 23.08 1.369 13.602 -0.003 -0.004 -0.007
Si 25.778 4.06 13.615 0.003 0.014 -0.002
Si 23.056 -9.514 13.6 -0.01 0.01 -0.006
Si 9.531 -6.8 13.534 0.011 -0.003 0.006
Si 23.071 -4.072 13.592 0.012 -0.007 -0.006
Si 25.783 -1.358 13.622 -0.012 0.016 -0.006
Si 12.234 1.392 13.573 0.003 0.005 0.016
Si 14.945 4.13 13.581 0.001 0.007 0.003
Si 12.24 6.817 13.553 0.001 0 0.001
Si 14.927 9.553 13.568 -0.01 0.017 0.001
Si 12.222 -4.064 13.566 0 0.001 0.006
Si 14.939 -1.327 13.585 0.02 -0.005 0.01
Si 16.283 0.068 14.939 0.007 0.001 -0.001
Si 18.996 2.765 14.967 -0.003 -0.009 0.003
Si 16.292 5.486 14.971 -0.01 -0.001 0.002
Si 18.981 8.196 14.976 -0.01 0.005 0.01
Si 16.264 -5.396 14.937 -0.002 -0.006 0.007
Si 18.977 -2.658 14.922 0 -0.002 0.001
Si 21.713 0.043 14.975 0.003 0.01 0.013
Si 24.432 2.695 14.992 -0.004 0.004 0.007
Si 21.705 5.457 14.982 0.005 0.001 0.011
Si 24.407 -8.154 14.951 0.001 -0.008 0.005
Si 21.7 -5.405 14.963 -0.003 0.011 0.012
Si 24.413 -2.72 14.968 -0.008 -0.008 0.006
Si 10.86 0.023 14.916 -0.004 -0.012 0
Si 13.579 2.783 14.941 -0.002 -0.009 0.001
Si 10.876 5.468 14.917 0.004 -0.005 0
Si 13.587 8.18 14.93 0.012 -0.003 -0.001
Si 10.872 -5.447 14.919 -0.012 0.002 -0.003
Si 13.572 -2.696 14.935 -0.009 0 0.002
Si 34.243 -1.673 0.09 -0.224 0.15 0.717
Si 36.749 1.003 0.212 -0.013 0.267 0.692
Si 33.956 4.196 0.136 0.197 -0.228 0.709
Si 36.698 6.797 0.57 0.206 -0.173 0.677
Si 34.416 -7.309 0.207 -0.38 0.349 0.598
Si 36.442 -3.917 0.157 0.209 -0.168 0.772
Si 39.05 -1.116 0.081 0.18 -0.223 0.788
Si 41.755 1.48 0.338 0.249 -0.08 0.735
Si 39.62 3.837 0.083 -0.345 0.218 0.673
Si -23.448 7.016 0.045 0.16 -0.078 0.691
Si -25.604 9.242 0.259 0.02 0.104 0.711
Si 26.114 -4.273 0.051 -0.263 0.274 0.631
Si 28.939 -1.652 0.13 -0.113 0.117 0.702
Si 31.186 1.615 0.144 0.131 -0.234 0.682
Si 28.903 3.798 0.145 -0.217 0.082 0.706
Si 31.614 6.293 0.223 -0.052 0.242 0.808
Si 28.295 -6.643 0.064 0.333 -0.238 0.628
Si 31.092 -3.942 0.116 0.117 -0.173 0.7
Si 35.309 -0.169 1.566 -0.009 -0.021 -0.059
Si 37.969 2.688 1.364 0.009 -0.028 -0.056
Si 35.361 5.295 1.664 -0.011 -0.024 -0.059
Si -27.058 8.108 1.687 0.023 0.033 -0.031
Si 35.351 -5.528 1.438 -0.026 -0.003 -0.03
Si 38.037 -2.76 1.434 -0.011 -0.001 -0.075
Si 40.619 -0.101 1.548 -0.034 -0.024 -0.061
Si 27.201 2.679 1.302 -0.007 -0.007 -0.041
Si -24.529 5.434 1.412 0.013 -0.008 -0.057
Si 27.198 -8.215 1.385 -0.013 -0.003 -0.065
Si -24.411 10.9 1.387 0.019 0.015 -0.059
Si 27.265 -2.719 1.369 0.006 -0.001 -0.06
Si 30.042 -0.031 1.399 -0.011 0.015 -0.034
Si 32.75 2.684 1.489 0 0.001 -0.057
Si 29.991 5.308 1.543 -0.015 0 -0.071
Si 32.679 8.014 1.432 -0.007 -0.005 -0.095
Si 29.928 -5.536 1.368 -0.011 0.004 -0.061
Si 32.655 -2.786 1.413 0.023 -0.016 -0.047
Si 34.014 1.277 2.859 0.005 0.013 0.019
Si 36.742 3.948 2.911 0.032 -0.008 0.021
Si 33.995 6.735 2.909 -0.015 0 0.053
Si -28.522 9.517 2.861 -0.02 -0.007 0.017
Si 33.973 -4.177 2.793 0.026 0.012 0.021
Si 36.708 -1.471 2.899 0.024 0.012 0.036
Si 39.31 1.35 2.834 -0.031 0.011 0.031
Si -23.113 4.078 2.734 -0.008 0.007 0.023
Si -25.771 6.696 2.958 0.016 -0.014 0.025
Si -23.088 9.508 2.774 0.022 0.001 0.03
Si -25.821 12.219 2.751 -0.015 -0.019 0.015
Si 25.851 -1.34 2.64 0.001 0.015 0.001
Si 28.558 1.3 2.696 0.023 0.016 0.008
Si 31.359 3.99 2.896 0.018 -0.01 0.043
Si 28.585 6.761 2.742 -0.011 0.01 0.001
Si 31.304 -6.881 2.721 0.005 -0.005 0.024
Si 28.583 -4.136 2.745 0.002 -0.003 0.038
Si 31.353 -1.384 2.796 0.003 -0.006 0.021
Si 32.649 -0.05 4.213 -0.001 -0.022 0.014
Si 35.365 2.619 4.243 -0.018 -0.001 0.003
Si 32.644 5.393 4.259 -0.003 -0.003 0.01
Si -29.9 8.134 4.196 -0.002 0 -0.006
Si 32.613 -5.517 4.141 -0.002 -0.003 0.016
Si 35.334 -2.831 4.199 -0.011 0.003 0.003
Si 38.026 -0.037 4.23 -0.005 0.005 -0.021
Si -24.507 2.711 4.116 0.005 -0.003 -0.03
Si -27.196 5.359 4.243 -0.013 0.008 -0.009
Si -24.416 8.145 4.196 0.001 0.031 -0.012
Si -27.166 10.884 4.178 0 0.021 0.011
Si -24.517 -2.768 4.191 -0.017 -0.013 0.01
Si 27.197 -0.027 4.068 0.005 0 0.012
Si 29.908 2.634 4.133 0.004 -0.012 -0.006
Si 27.205 5.42 4.085 -0.006 -0.028 0.02
Si 29.93 8.124 4.11 -0.004 0.011 0.011
Si 27.216 -5.456 4.125 -0.004 -0.012 0.005
Si 29.938 -2.756 4.101 -0.012 -0.01 -0.003
Si 33.998 -1.332 16.35 -0.006 0.009 -0.002
Si 36.703 1.408 16.409 0.012 -0.008 -0.016
Si 33.985 4.09 16.414 0.006 0.012 0.005
Si -28.552 6.814 16.456 0.001 0 0.003
Si 33.961 -6.794 16.394 0.005 0.004 0.01
Si 36.745 -4.07 16.384 0.006 0.01 -0.013
Si 39.413 -1.335 16.387 0.002 -0.006 -0.009
Si 25.771 1.336 16.396 0.01 0.003 -0.003
Si -25.847 4.137 16.433 -0.002 -0.021 -0.003
Si 25.766 -9.532 16.284 -0.005 0 -0.013
Si -25.795 9.53 16.461 0.003 0.003 0.004
Si 25.767 -4.087 16.328 -0.008 -0.005 -0.006
Si 28.479 -1.397 16.369 -0.009 0.004 -0.007
Si 31.232 1.324 16.341 0.012 0.007 0.002
Si 28.458 4.031 16.338 -0.007 0.004 -0.001
Si 31.222 6.792 16.38 -0.004 -0.005 0.018
Si 28.52 -6.823 16.324 -0.007 0.005 -0.009
Si 31.209 -4.096 16.385 0 -0.009 0.011
Si 35.351 0.024 17.745 0.014 0.024 0.002
Si 38.01 2.829 17.778 -0.009 0.025 -0.008
Si 35.347 5.457 17.812 -0.004 -0.024 -0.011
Si -27.152 8.159 17.821 0.013 -0.011 0
Si 35.385 -5.442 17.707 -0.006 0.005 0
Si 38.08 -2.705 17.776 0.004 0.002 -0.001
Si 40.773 0.06 17.697 -0.037 -0.003 0.006
Si 27.142 2.678 17.78 0.018 -0.011 -0.005
Si -24.464 5.472 17.813 -0.026 -0.008 -0.005
Si 27.096 -8.155 17.626 0.025 0.002 0.002
Si -24.436 10.92 17.826 0.007 0.012 0.003
Si 27.135 -2.792 17.73 0.018 -0.001 -0.002
Si 29.819 0.004 17.695 -0.006 0.014 0.001
Si 32.621 2.656 17.691 -0.004 -0.023 0.004
Si 29.769 5.434 17.66 -0.016 0.009 0.002
Si 32.583 -8.154 17.749 -0.005 -0.008 -0.005
Si 29.831 -5.481 17.745 -0.017 0.028 0.002
Si 32.625 -2.703 17.654 0.019 -0.01 0.007
Si 34.015 1.375 19.132 0.005 0.037 -0.013
Si 36.673 4.14 19.27 0.004 -0.011 -0.014
Si 33.978 6.855 19.118 0.014 0.028 -0.023
Si 36.767 -6.748 19.114 -0.025 0.002 -0.029
Si 34.021 -4.041 18.99 0.023 0.009 -0.046
Si 36.692 -1.345 19.117 -0.013 -0.02 -0.007
Si 39.408 1.457 19.027 0.035 -0.02 -0.027
Si 25.774 4.067 19.111 0.009 0.015 -0.004
Si -25.798 6.792 19.228 -0.026 0.021 -0.014
Si 25.793 -6.778 19.009 -0.01 0.004 -0.043
Si 39.464 -4.018 19.169 0.004 0 -0.026
Si 42.142 -1.33 18.991 0.019 -0.001 -0.041
Si 28.469 1.274 19.172 -0.009 -0.014 -0.024
Si 31.135 3.995 18.89 -0.027 0.006 -0.031
Si 28.349 -9.543 19.021 0 -0.034 -0.015
Si 31.19 -6.829 19.114 0.002 -0.015 -0.001
Si 28.418 -4.197 19.142 -0.021 -0.057 -0.029
Si 31.227 -1.351 18.959 -0.005 0.008 -0.014
Si 32.563 -0.017 20.346 -0.002 0.011 0.039
Si 35.277 2.76 20.647 0.002 -0.008 0.044
Si 32.451 5.409 20.154 -0.012 -0.017 0.03
Si 35.412 8.209 20.487 0.012 -0.021 0.069
Si 32.709 -5.455 20.302 0.011 0.007 0.04
Si 35.303 -2.696 20.47 -0.015 0.001 0.058
Si 38.06 0.088 20.371 0.01 0.013 0.066
Si 40.739 2.783 20.461 -0.023 -0.016 0.035
Si 38.079 5.486 20.684 0.012 -0.004 0.015
Si -24.377 8.212 20.504 -0.013 -0.003 0.052
Si 38.092 -5.357 20.534 -0.003 0.018 0.034
Si 40.862 -2.637 20.469 -0.027 -0.024 0.071
Si 27.185 -0.189 20.578 0.077 0.017 0.024
Si 29.841 2.734 20.418 -0.011 0.004 0.037
Si 27.021 5.486 20.546 0.01 0.039 0.045
Si 29.665 -8.166 20.373 -0.034 0.014 0.023
Si 26.984 -5.506 20.603 0.021 0.012 0.081
Si 29.973 -2.842 20.252 0.035 -0.049 0.024
Si 33.577 -1.646 21.687 0.114 0.06 -0.685
Si 36.913 1.499 21.871 -0.371 -0.167 -0.678
Si 33.503 4.017 21.664 0.334 0.019 -0.65
Si 37.006 7.213 21.921 -0.193 -0.312 -0.684
Si 34.319 -6.438 21.686 -0.086 -0.136 -0.804
Si 36.487 -4.196 21.843 0.22 0.175 -0.625
Si 39.687 -0.967 21.664 -0.037 -0.198 -0.696
Si 25.509 1.049 21.698 0.191 0.036 -0.687
Si 39.148 3.766 21.913 0.285 0.354 -0.701
Si 25.783 7.072 21.895 -0.04 -0.214 -0.655
Si 39.33 -6.944 21.754 0.149 0.285 -0.662
Si 42.569 -3.808 21.614 -0.239 -0.057 -0.72
Si 28.635 -1.757 21.75 -0.069 0.372 -0.66
Si 31.509 1.622 21.645 -0.224 -0.123 -0.735
Si 28.711 4.35 21.732 -0.119 -0.131 -0.675
Si 30.882 -9.798 21.458 -0.081 0.054 -0.699
Si 28.139 -7.15 21.894 0.046 0.178 -0.705
Si 31.51 -3.986 21.605 -0.09 -0.094 -0.646
Si 30.365 -0.954 -7.049 0.057 0.034 -0.019
Si 31.44 -5.674 -2.377 -0.028 -0.014 0.07
Si -30.805 -3.224 -4.775 -0.021 0 0.089
Si -28.485 7.673 24.873 -0.002 -0.065 -0.121
Si -29.669 2.633 -2.033 -0.134 -0.003 0.058
Si -30.926 8.029 -2.621 0.074 0.082 0.227
Si 29.626 8.058 -4.823 0.064 -0.015 -0.081
Si 31.025 3.757 -4.357 0.024 -0.025 -0.007
Si 31.999 -3.311 -6.524 -0.151 -0.033 0.078
Si 31.406 7.642 -2.36 0.065 0.098 0.017
Si 31.478 1.017 -2.802 0.009 0.018 0.046
Si 29.674 -2.628 -4.807 0.057 0.045 -0.015
Si -25.149 2.057 -4.448 -0.09 0.037 0.074
Si -26.712 -2.918 23.616 -0.092 -0.064 0.014
Si 28.607 -6.303 -2.881 0.074 -0.099 0.173
Si 32.024 -7.61 -6.376 0.04 -0.086 0.025
Si -29.124 -5.952 26.026 -0.009 -0.022 0.016
Si -25.324 6.763 -7.031 -0.018 -0.052 -0.013
Si -24.481 4.932 24.075 0.052 0.028 -0.023
Si -27 -7.405 -3.715 -0.004 -0.022 -0.061
Si 26.88 -3.492 -5.51 -0.061 -0.048 -0.084
Si -31.458 -6.101 -4.422 -0.038 -0.039 0.134
Si -31.399 -0.871 24.635 0.053 -0.125 -0.011
Si -28.831 0.519 24.896 0.136 0.118 -0.166
Si 26.931 -3.375 23.664 0.041 0.083 -0.145
Si 22.993 -1.565 -6.239 0.039 -0.021 0.041
Si -27.007 -5.245 -1.89 0.002 0.054 0.126
Si -24.327 8.022 -4.635 -0.102 -0.055 -0.079
Si 26.184 -6.201 -7.151 -0.024 0.089 0.109
Si 25.936 -4.599 -2.907 -0.084 0.085 0.126
Si 26.825 1.39 -3.052 0.002 0.026 0.08
Si -25.491 7.235 25.822 0.013 -0.047 0.002
Si -28.268 6.547 -2.332 -0.035 -0.096 0.018
Si -24.617 -5 23.567 -0.019 -0.021 -0.014
Si 22.649 3.183 -5.408 -0.008 0.045 -0.029
Si -25.033 -3.505 26.027 0.049 0.035 -0.028
Si -32.454 5.676 -5.819 0.017 -0.127 0.061
Si 27.507 2.258 23.616 -0.013 0.061 -0.113
Si 25.999 6.143 -2.901 -0.019 -0.044 0.169
Si -25.741 -2.659 -2.622 -0.059 0.028 -0.023
Si 22.095 -4.455 -6.577 -0.026 -0.041 -0.031
Si 26.604 -5.022 25.907 -0.003 -0.015 -0.014
Si -31.557 -1.006 -2.944 -0.003 -0.023 0.147
Si 29.794 0.226 23.683 0.03 0.007 0.047
Si -27.795 -2.54 -5.003 0.123 0.037 0.078
Si -32.052 5.617 24.385 -0.083 0.062 -0.132
Si 28.325 4.145 -2.82 -0.029 -0.015 0.047
Si -22.779 8.141 24.882 0.037 -0.046 -0.13
Si 25.989 4.967 -6.828 0.073 -0.016 0.016
Si 30.298 -5.951 23.861 0.041 -0.053 -0.219
Si 28.832 -0.691 -2.737 0.028 -0.129 0.013
Si 32.511 -8.049 23.598 -0.052 0.012 -0.021
Si -29.948 0.996 -4.515 -0.026 0.035 -0.026
Si 28.809 6.303 -7.233 -0.034 0.046 0.052
Si 34.004 -1.425 5.55 0.02 0.006 0.015
Si 36.699 1.292 5.622 0.009 -0.012 0.019
Si 34.015 4.025 5.573 0.009 -0.006 0.016
Si -28.554 6.765 5.554 -0.004 -0.001 0.016
Si 33.993 9.486 5.528 0.005 0.002 0.004
Si -28.548 12.196 5.563 -0.011 0.002 0
Si -25.855 -1.385 5.551 -0.004 0.006 0.005
Si -23.171 1.36 5.519 -0.015 0.009 0.012
Si -25.818 4.029 5.568 -0.007 -0.022 0.008
Si -23.072 6.784 5.532 0.01 0.001 0.009
Si -25.817 9.501 5.526 0.002 -0.018 0.003
Si 25.84 -4.066 5.435 -0.002 -0.006 0.007
Si 28.554 -1.392 5.445 0.01 0.005 -0.003
Si 31.258 1.306 5.532 -0.008 0.017 0.009
Si 28.558 4.05 5.457 0.007 0.006 0.008
Si 31.254 6.778 5.533 0.005 0.012 0.008
Si 28.569 -6.828 5.473 0.005 0.008 0.011
Si 31.27 -4.121 5.489 -0.002 -0.002 0.002
Si 35.332 -0.062 6.946 -0.007 -0.008 0.003
Si -27.194 2.682 6.927 0 0 -0.006
Si -29.914 5.409 6.916 0.003 0.007 -0.007
Si -27.186 8.142 6.888 -0.01 0.003 -0.004
Si -29.925 10.839 6.899 0.004 -0.01 -0.001
Si -27.214 -2.736 6.918 -0.005 0.008 -0.009
Si -24.497 -0.01 6.902 -0.007 0.008 -0.004
Si -21.781 2.729 6.852 -0.005 0.005 -0.008
Si -24.462 5.43 6.887 -0.001 0.005 -0.009
Si 27.18 -8.182 6.81 0.006 0.004 0.004
Si 24.468 -5.433 6.783 -0.009 0.003 0.003
Si -21.769 -2.727 6.874 0 0 -0.006
Si 29.89 -0.049 6.86 -0.002 -0.012 -0.001
Si 32.617 2.678 6.896 -0.002 -0.005 -0.005
Si 29.887 5.41 6.86 -0.003 -0.005 -0.002
Si 32.627 8.134 6.886 -0.005 0.004 -0.004
Si 29.911 -5.469 6.854 -0.004 -0.001 0.001
Si 32.621 -2.773 6.882 -0.004 0.002 -0.007
Si 33.971 1.328 8.27 -0.001 -0.011 -0.005
Si -28.55 4.061 8.273 0.006 0 -0.002
Si 33.99 6.778 8.25 -0.001 -0.004 -0.002
Si -28.558 9.491 8.255 -0.007 -0.004 0.001
Si 33.991 -4.113 8.251 0.009 0.013 -0.006
Si -28.568 -1.393 8.295 0.001 0.007 0.004
Si -25.841 1.336 8.287 -0.007 -0.008 0.008
Si -23.116 4.075 8.251 0.009 -0.004 -0.001
Si -25.829 6.787 8.249 0.009 0.011 0.002
Si 25.821 -6.8 8.159 0.002 0.003 -0.008
Si -25.845 -4.093 8.268 -0.003 0.004 -0.009
Si -23.119 -1.362 8.247 0.004 0.002 -0.009
Si 28.538 1.341 8.197 0.007 0.005 -0.004
Si 31.256 4.061 8.23 0.005 0.003 -0.003
Si 28.524 6.782 8.201 -0.001 -0.008 -0.005
Si 31.267 -6.818 8.233 0.014 0.005 -0.011
Si 28.541 -4.097 8.194 0.008 -0.001 -0.002
Si 31.256 -1.397 8.227 -0.01 -0.002 -0.003
Si 32.602 -0.032 9.607 -0.003 0.004 -0.002
Si -29.933 2.703 9.612 -0.007 0 -0.008
Si 32.619 5.421 9.594 0.002 0.01 -0.003
Si -29.925 8.138 9.611 0.004 0.002 0.001
Si 32.626 -5.468 9.605 -0.005 -0.006 -0.001
Si -29.941 -2.753 9.629 -0.002 0 0.001
Si -27.211 -0.014 9.639 -0.004 -0.007 0.002
Si -24.476 2.721 9.622 -0.005 0.002 -0.007
Si -27.192 5.435 9.621 -0.002 -0.004 -0.003
Si 24.465 -8.158 9.529 0.003 -0.014 0.005
Si -27.212 -5.453 9.618 -0.006 -0.001 0.001
Si -24.481 -2.72 9.612 -0.006 0.002 -0.003
Si 27.172 -0.011 9.551 0 0.004 0.003
Si 29.89 2.697 9.574 -0.001 -0.007 0.002
Si 27.162 5.423 9.551 -0.006 0.01 0.004
Si 29.892 8.138 9.569 0.004 0.006 0
Si 27.172 -5.452 9.543 0 0.009 0.003
Si 29.892 -2.748 9.578 0.004 -0.006 0.002
Si 33.975 -1.376 10.968 -0.006 0.001 -0.001
Si -28.571 1.36 10.983 0.007 -0.002 0.005
Si -31.297 4.072 10.962 -0.001 0.001 0.001
Si -28.562 6.792 10.979 -0.001 0.002 0.005
Si -31.284 9.502 10.97 0.005 -0.005 0.003
Si -28.573 -4.101 10.988 -0.01 0.011 0.003
Si -25.839 -1.365 10.983 0.004 0.004 0.001
Si -23.115 1.37 10.983 0.007 -0.009 0.004
Si -25.832 4.086 10.985 0.008 -0.002 0.009
Si 25.807 -9.526 10.905 0.005 0 0.004
Si 23.09 -6.795 10.881 0.002 0 -0.006
Si -23.119 -4.072 10.974 -0.001 -0.006 -0.005
Si 28.525 -1.373 10.919 0.002 0.004 -0.001
Si 31.243 1.344 10.951 0 0.004 -0.002
Si 28.524 4.063 10.921 0.007 -0.008 -0.002
Si 31.257 6.788 10.942 0.004 -0.01 -0.002
Si 28.528 9.507 10.916 0.003 -0.002 0.001
Si 31.256 -4.101 10.944 0.009 0.006 -0.003
Si 35.334 0 12.322 -0.007 -0.003 -0.002
Si -27.206 2.731 12.338 -0.006 0.003 -0.004
Si -29.935 5.435 12.329 0 -0.006 0
Si -27.204 8.163 12.339 0.001 -0.002 -0.001
Si -29.932 10.861 12.35 0.002 -0.005 0.006
Si -27.208 -2.725 12.332 -0.004 -0.004 -0.003
Si -24.486 0.014 12.336 -0.011 -0.003 -0.006
Si -21.756 2.746 12.337 0.01 0.005 0
Si -24.475 5.455 12.347 0.004 0.007 -0.006
Si 27.166 -8.174 12.272 -0.004 -0.001 0.007
Si 24.443 -5.437 12.246 -0.004 0.001 0.002
Si -21.763 -2.698 12.33 0 0.001 0.001
Si 29.875 -0.021 12.296 0 -0.002 0
Si 32.608 2.714 12.305 0.001 -0.005 -0.007
Si 29.889 5.423 12.284 0.005 0.013 -0.005
Si 32.624 8.141 12.313 0.003 0.008 -0.008
Si 29.882 -5.456 12.289 0.009 0.002 -0.005
Si 32.614 -2.745 12.312 -0.01 -0.001 -0.007
Si 33.971 1.37 13.67 -0.01 0.006 0.002
Si -28.563 4.096 13.698 0.004 -0.006 0.009
Si -31.298 6.791 13.694 0.002 -0.002 0.007
Si -28.562 9.509 13.718 0.008 0.004 0.008
Si 33.978 -4.085 13.69 -0.014 0.018 0.006
Si 36.711 -1.345 13.674 0.001 0.004 0.003
Si -25.84 1.382 13.7 0.01 -0.01 0.004
Si -23.111 4.108 13.712 0.003 -0.005 0.008
Si -25.833 6.825 13.705 -0.005 0.006 0.002
Si 25.795 -6.804 13.611 0.007 -0.005 -0.002
Si -25.841 -4.084 13.683 0.005 -0.002 -0.002
Si -23.123 -1.332 13.695 -0.004 0.004 -0.001
Si 28.509 1.337 13.652 -0.001 -0.006 0.007
Si 31.247 4.075 13.663 0.003 -0.003 -0.008
Si 28.524 6.78 13.633 0.015 -0.018 0.001
Si 31.255 9.512 13.647 -0.003 -0.004 0
Si 28.511 -4.089 13.634 -0.002 0.002 0.002
Si 31.238 -1.387 13.65 0.017 -0.004 -0.004
Si 32.603 -0.018 14.988 -0.003 0.007 -0.002
Si 35.334 2.737 15.036 -0.001 -0.009 0
Si 32.607 5.43 15.043 -0.008 -0.005 -0.005
Si -29.936 8.147 15.072 -0.001 -0.003 0
Si 32.594 -5.446 15.03 -0.002 -0.001 0.003
Si 35.366 -2.716 15.027 0 -0.001 -0.002
Si 38.056 0.031 15.042 -0.003 0.008 -0.005
Si -24.492 2.762 15.065 -0.011 0.006 -0.003
Si -27.205 5.476 15.059 0.008 0.003 -0.004
Si -24.458 8.181 15.069 -0.003 -0.004 -0.002
Si -27.169 10.867 15.065 0.003 0.01 0.009
Si -24.498 -2.704 15.035 -0.013 -0.005 0.007
Si 27.13 -0.016 15.013 0.007 -0.004 0.009
Si 29.874 2.706 15 0.003 -0.011 0.003
Si 27.137 5.412 14.962 0.003 -0.002 -0.006
Si 29.891 8.145 14.985 0.006 -0.005 0
Si 27.146 -5.45 14.984 0.01 -0.002 0.003
Si 29.864 -2.737 15.01 0.001 0.008 -0.001
Si -14.619 -1.384 0.097 -0.287 0.044 0.598
Si -12.107 -15.221 0.156 -0.081 0.264 0.719
Si -15.064 -12.011 0.263 0.168 -0.348 0.7
Si -12.494 -9.216 0.176 0.19 -0.151 0.767
Si -14.627 -6.897 0.198 -0.29 0.019 0.659
Si -12.583 -3.714 0.35 0.043 0.026 0.718
Si -9.825 -1.029 0.174 0.136 -0.209 0.756
Si -7.247 1.7 0.211 0.096 0.008 0.695
Si -9.348 4.03 0.092 -0.213 0.053 0.663
Si -7.105 7.09 0.244 0.057 -0.005 0.688
Si -9.277 -7.033 0.158 -0.077 0.133 0.721
Si -22.781 12.059 0.083 -0.235 0.044 0.701
Si -20.25 -1.515 0.312 -0.084 0.075 0.695
Si -17.972 1.452 0.177 0.292 -0.076 0.681
Si -20.168 3.729 -0.024 -0.315 0.237 0.707
Si -17.443 -9.875 -0.099 -0.39 0.466 0.575
Si -20.61 9.794 0.068 0.072 -0.189 0.709
Si -18.088 -3.775 0.003 0.338 -0.121 0.643
Si -13.546 -0.004 1.623 0.007 -0.025 -0.039
Si -10.963 -13.515 1.321 0.039 -0.007 -0.05
Si -13.578 -10.792 1.533 0.005 0.007 -0.058
Si -10.901 -8.099 1.464 0.002 0.011 -0.025
Si -13.646 -5.351 1.625 0.014 0.019 -0.028
Si -10.922 -2.607 1.528 -0.002 0.017 -0.05
Si -8.29 0.089 1.512 -0.017 -0.003 -0.056
Si -21.783 2.67 1.369 -0.024 0.009 -0.047
Si -8.228 5.504 1.517 0.005 -0.015 -0.04
Si -21.789 8.156 1.307 -0.01 0.015 -0.07
Si -8.134 -5.436 1.422 0.001 -0.003 -0.052
Si -21.777 -2.746 1.55 -0.02 -0.007 -0.055
Si -19.081 0.007 1.61 0.011 -0.001 -0.029
Si -16.305 2.641 1.374 -0.012 0.021 -0.071
Si -19.09 5.401 1.259 0.015 0 -0.054
Si -16.404 -8.104 1.196 0.012 -0.011 -0.038
Si -19.097 -5.366 1.423 0.008 0 -0.044
Si -16.356 -2.632 1.206 0.003 -0.009 -0.035
Si -14.987 1.364 2.825 -0.019 0.019 0.017
Si -12.251 -12.215 2.796 0.017 -0.015 0.014
Si -15.067 -9.423 2.726 -0.029 0.013 0.041
Si -12.219 -6.726 2.855 -0.002 -0.027 0.024
Si -15.124 -3.997 2.775 -0.033 0.068 0.021
Si -12.238 -1.341 2.978 0.017 0.003 0.035
Si -9.649 -14.861 2.812 -0.038 0.016 0.046
Si -6.801 4.147 2.774 -0.016 -0.015 0.035
Si -9.613 -9.495 2.841 0.01 0.008 0.042
Si -6.786 -6.752 2.794 0.011 -0.002 0.033
Si -9.531 -4.059 2.737 0.001 -0.009 0.004
Si -23.201 -1.405 2.835 0.022 0.03 0.015
Si -20.496 1.368 2.851 -0.015 0.011 0.024
Si -17.719 4.056 2.694 0.005 -0.005 0.031
Si -20.425 6.78 2.651 -0.011 -0.018 0.003
Si -17.717 -6.79 2.673 0.039 -0.006 -0.004
Si -20.41 -4.081 2.889 -0.004 -0.028 0.036
Si -17.633 -1.372 2.786 0.034 -0.046 0.04
Si -16.329 -0.004 4.176 -0.006 -0.027 -0.002
Si -13.634 2.755 4.144 0.01 -0.003 -0.001
Si -16.382 5.461 4.071 0.013 -0.015 -0.011
Si -13.66 -8.113 4.113 -0.003 -0.001 -0.022
Si -16.413 -5.426 4.113 -0.006 0.012 -0.002
Si -13.692 -2.721 4.182 0.022 -0.019 -0.019
Si -10.909 0.081 4.239 0.017 0.007 0.002
Si -8.193 -13.546 4.11 0.003 -0.009 -0.018
Si -10.929 -10.871 4.184 0.019 0.001 0.01
Si -8.175 -8.133 4.116 0.013 0.008 -0.02
Si -10.858 -5.385 4.167 0.015 -0.002 0.021
Si -8.168 -2.698 4.078 -0.002 0.011 -0.003
Si -21.838 -0.018 4.177 0.003 0.002 0.003
Si -19.075 2.738 4.128 0.021 0.007 -0.013
Si -21.758 5.445 4.094 -0.008 -0.001 0.005
Si -19.073 8.151 4.041 -0.012 0.014 0.005
Si -21.767 -5.475 4.193 -0.023 0.01 -0.007
Si -19.021 -2.704 4.171 -0.002 0.007 0.001
Si -14.894 -1.307 16.342 0.002 0.008 -0.006
Si -12.2 1.351 16.341 -0.004 -0.015 -0.012
Si -14.936 4.053 16.406 0.001 -0.015 0.004
Si -12.213 -9.587 16.353 -0.003 -0.006 -0.007
Si -14.92 -6.828 16.373 -0.015 0.013 -0.002
Si -12.169 -4.073 16.29 0.011 0.011 -0.012
Si -9.531 -1.383 16.257 -0.011 -0.008 -0.013
Si -23.103 1.435 16.417 0.008 0.001 0.001
Si -9.501 -12.282 16.322 -0.005 -0.016 0.006
Si -23.101 6.831 16.444 0.001 0.011 0.003
Si -9.456 -6.847 16.252 -0.004 -0.009 -0.008
Si -23.127 -4.07 16.373 -0.004 -0.011 -0.008
Si -20.379 -1.29 16.336 0 0.003 -0.02
Si -17.626 1.436 16.4 0.017 0.02 -0.002
Si -20.375 4.154 16.482 0.024 0.005 0.004
Si -17.662 6.774 16.402 -0.011 -0.006 -0.008
Si -20.371 -6.79 16.36 -0.001 0.01 -0.014
Si -17.605 -4.075 16.32 -0.006 0.001 -0.027
Si -13.52 0.012 17.754 -0.005 0 0.005
Si -10.866 -13.623 17.727 0.001 0.009 0.014
Si -13.579 -10.926 17.773 0.015 0.019 -0.012
Si -10.76 -8.255 17.617 -0.003 0.008 -0.015
Si -13.492 -5.448 17.636 0.004 -0.012 0.009
Si -10.861 -2.704 17.696 -0.012 0.017 -0.009
Si -8.167 -0.028 17.571 -0.007 0.017 0.013
Si -21.762 2.807 17.828 -0.035 0.014 -0.006
Si -8.077 5.375 17.629 0.006 0.001 -0.01
Si -21.716 8.21 17.769 0.003 -0.011 0.001
Si -8.089 -5.459 17.564 0.021 -0.008 0.009
Si -21.751 -2.664 17.636 0.012 0.001 -0.003
Si -19.047 0.106 17.688 -0.02 -0.018 -0.02
Si -16.256 2.727 17.85 -0.019 -0.001 0.026
Si -19.013 5.518 17.882 -0.007 0.017 0.014
Si -16.26 -8.238 17.739 0.011 -0.014 -0.025
Si -18.945 -5.457 17.657 -0.007 0.005 0.013
Si -16.26 -2.676 17.646 0.003 -0.005 0.005
Si -14.838 1.334 19.198 -0.012 0.018 -0.007
Si -12.238 -12.291 19.154 0 -0.037 -0.008
Si -14.935 -9.591 19.174 -0.031 -0.014 0
Si -12.115 -6.889 18.919 -0.008 0.007 -0.048
Si -14.808 -3.997 18.94 0.034 0.016 -0.036
Si -12.182 -1.344 19.154 0.007 -0.012 -0.006
Si -9.48 1.307 19.031 0.013 -0.019 -0.026
Si -23.096 4.192 19.239 0.025 0.013 -0.004
Si -9.395 6.721 19.013 -0.009 0.016 -0.012
Si -22.998 9.586 19.169 0.002 0.014 -0.012
Si -9.443 -4.109 18.929 -0.001 0.009 -0.015
Si -6.776 -1.459 18.788 -0.016 -0.013 -0.053
Si -20.384 1.427 19.132 0.024 -0.011 0.002
Si -17.631 4.119 19.214 0.021 0.009 -0.038
Si -20.375 6.97 19.248 0.036 -0.021 -0.027
Si -17.628 -6.866 19.037 -0.042 -0.019 -0.009
Si -20.296 -4.002 18.885 -0.017 0.034 -0.041
Si -17.654 -1.269 18.938 0.02 0.018 -0.01
Si -16.295 -0.08 20.408 0.012 0.009 0.065
Si -13.534 -13.621 20.683 -0.006 -0.009 0.053
Si -16.289 -10.869 20.685 -0.038 0.002 0.071
Si -13.438 -8.227 20.342 0.036 0.006 0.05
Si -16.153 -5.459 20.127 0.015 -0.005 0.035
Si -13.561 -2.7 20.509 -0.017 0.013 0.037
Si -10.775 -0.015 20.518 -0.01 0.003 0.071
Si -8.091 2.639 20.393 -0.01 0.009 0.045
Si -10.751 5.352 20.404 0.001 -0.027 0.032
Si -8.002 8.141 20.294 0.018 -0.005 0.031
Si -10.743 -5.522 20.236 0.012 -0.001 0.062
Si -8.057 -2.784 20.254 0.009 0.013 0.064
Si 43.468 0.027 20.353 -0.017 -0.003 0.053
Si -19.043 2.758 20.547 0.006 0.02 0.037
Si -21.74 5.614 20.631 -0.006 0.003 0.056
Si -18.98 -7.978 20.656 -0.023 0.04 0.024
Si -21.503 11.01 20.356 0.031 -0.043 0.08
Si -19.001 -2.615 20.25 -0.044 -0.003 0.039
Si -15.359 -1.764 21.808 0.232 0.178 -0.663
Si -11.858 1.563 21.949 -0.208 -0.23 -0.732
Si -15.235 -12.563 22.025 0.28 0.31 -0.731
Si -11.816 6.983 21.676 -0.32 -0.266 -0.632
Si -14.56 -6.526 21.449 -0.103 -0.085 -0.703
Si -12.302 -4.399 21.533 0.042 0.256 -0.705
Si -9.091 -1.236 21.654 -0.278 -0.05 -0.748
Si 41.907 1.182 21.679 0.105 0.103 -0.725
Si -9.631 3.79 21.765 0.185 0.124 -0.755
Si -23.137 6.949 22.067 0.183 0.023 -0.715
Si -9.571 9.283 21.612 0.277 0.266 -0.671
Si -6.453 -3.845 21.597 -0.261 -0.322 -0.72
Si 44.639 -1.551 21.593 0.185 0.059 -0.764
Si -17.445 1.488 21.716 -0.209 -0.136 -0.757
Si -20.162 4.39 21.865 -0.129 -0.142 -0.742
Si -17.943 -9.661 21.941 0.252 0.087 -0.705
Si -19.805 -6.036 21.877 -0.065 -0.327 -0.692
Si -17.491 -4.026 21.316 -0.065 0.012 -0.469
Si -18.62 -0.181 -6.514 -0.017 0.152 0.088
Si -18.468 -4.234 -2.954 0.034 -0.099 0.145
Si -9.492 -6.933 24.638 0.082 0.065 -0.069
Si -11.918 7.527 24.501 -0.033 -0.025 -0.08
Si -14.11 0.74 -2.103 0.007 0.022 0.271
Si -13.431 -7.722 -4.765 -0.078 -0.007 -0.029
Si -21.47 -4.576 -6.932 0.09 -0.165 0.047
Si -17.206 5.66 -3.023 0.092 -0.085 0.1
Si -12.062 -3.241 -5.375 -0.01 0.123 0.096
Si -18.63 5 -5.659 0.03 0.013 0.107
Si -19.171 2.231 -4.683 -0.006 -0.054 0.035
Si -20.959 -0.742 -2.538 0.068 -0.011 0.1
Si -9.705 7.984 -7.237 0.227 -0.052 -0.089
Si -10.881 -2.716 23.641 0.017 -0.045 -0.107
Si -20.155 -7.659 -2.766 -0.046 0.195 0.094
Si -17.075 -1.798 -4.318 0.086 -0.104 0.028
Si -15.498 4.483 25.036 0.054 -0.132 -0.204
Si -11.028 -5.939 -4.509 -0.018 -0.084 -0.018
Si -7.594 5.048 23.705 -0.03 -0.077 -0.178
Si -15.032 -3.993 -4.864 -0.001 -0.031 0.13
Si -21.108 -5.085 -3.963 0.098 0.106 -0.017
Si -15.043 -6.169 -2.706 0.013 0.083 -0.061
Si -15.164 -0.649 24.839 -0.026 -0.14 -0.118
Si -12.278 -0.299 24.419 -0.07 0.12 -0.061
Si -26.927 4.018 -2.717 0.113 -0.015 0.042
Si -26.92 -4.951 -6.789 0.014 -0.015 -0.156
Si -10.75 -5.114 -1.799 0.149 0.049 0.188
Si -11.01 3.89 -4.335 0.037 0.022 -0.038
Si -24.109 -5.979 -6.586 0.041 0.04 -0.007
Si -22.911 -3.105 -2.838 0.034 0.059 0.069
Si -23.061 1.279 -2.526 0.06 -0.081 -0.026
Si -15.996 5.54 -7.248 -0.032 -0.06 0.012
Si -10.894 5.7 -2.148 0.092 -0.015 0.197
Si -14.639 5.863 -4.474 -0.058 0.066 0.218
Si -27.238 0.312 -5.946 -0.12 0.028 0.032
Si -15.836 -6.527 -6.331 0.05 -0.002 0.074
Si -17.567 -6.907 -4.022 -0.011 0.081 0.005
Si -27.78 -7.801 -6.707 0.034 -0.053 -0.045
Si -22.258 6.491 -2.787 -0.127 -0.009 0.157
Si -8.593 -2.868 -2.019 -0.032 -0.027 0.147
Si -22.048 2.993 23.949 -0.109 0.048 -0.109
Si -20.652 -6.063 24.94 0.078 0.061 -0.13
Si -15.103 3.589 -2.609 -0.076 -0.006 0.005
Si -18.726 -0.517 23.718 0.077 -0.002 -0.117
Si -11.766 -0.809 -7.009 0.058 0.041 0.051
Si -16.829 7.057 24.772 -0.047 0.07 -0.14
Si -21.364 3.724 -2.901 0.244 -0.121 0.099
Si -9.672 1.235 -7.052 -0.022 0.011 -0.055
Si -15.848 -5.17 25.949 -0.041 0.051 -0.017
Si -23.373 2.819 -6.782 -0.008 0.017 -0.051
Si -18.018 0.347 -2.717 -0.154 -0.006 0.17
Si -14.558 -7.383 24.233 -0.002 -0.109 -0.117
Si -9.74 1.127 -3.911 -0.019 0.031 -0.056
Si -17.256 -2.674 25.016 -0.05 0.113 -0.061
Si -14.992 -1.345 5.555 -0.006 -0.002 0.006
Si -12.299 1.412 5.546 -0.005 0.008 0.007
Si -15.012 4.123 5.462 -0.022 0.005 0.002
Si -12.316 -9.496 5.48 -0.007 0.005 0.003
Si -15.006 9.564 5.471 0.005 0.005 -0.001
Si -12.284 -4.073 5.499 -0.009 0.021 -0.001
Si -9.513 -1.34 5.476 -0.004 -0.009 0.003
Si -6.847 1.369 5.44 -0.017 -0.008 0.001
Si -9.532 -12.21 5.5 0.002 -0.012 0.018
Si -6.795 -9.493 5.435 -0.011 -0.01 0.004
Si -9.513 -6.774 5.487 0.004 -0.008 0.001
Si -23.137 -4.112 5.539 0.005 -0.005 0.012
Si -20.421 -1.354 5.506 0.005 -0.011 -0.004
Si -17.722 1.366 5.488 -0.001 0.019 0.007
Si -20.417 4.1 5.489 -0.011 -0.011 0.01
Si -17.73 6.81 5.446 0.003 0.003 0.007
Si -20.393 -6.838 5.501 0.011 -0.011 0
Si -17.723 -4.091 5.533 0.01 -0.003 0.016
Si -13.634 0.023 6.89 0.004 0.007 0.003
Si -10.9 2.756 6.858 -0.003 0.002 0
Si -13.654 5.462 6.843 -0.001 0.001 -0.004
Si -10.91 -8.144 6.809 0.011 0.007 -0.007
Si -13.633 -5.436 6.854 0.008 0.004 0
Si -10.902 -2.697 6.819 0 0.01 -0.009
Si -8.163 0.01 6.83 0.006 0.01 0.003
Si -5.439 2.741 6.736 -0.005 0.007 -0.001
Si -8.15 -10.851 6.811 0.014 0 -0.001
Si -21.737 -8.175 6.897 0.007 -0.003 -0.003
Si -24.486 -5.459 6.911 0.001 0.002 -0.006
Si -5.42 -2.706 6.767 0 0.013 -0.001
Si -19.073 0.014 6.868 -0.005 -0.006 -0.012
Si -16.353 2.738 6.83 0.011 -0.004 -0.003
Si -19.063 5.459 6.85 -0.006 0.011 -0.002
Si -16.363 8.175 6.815 -0.003 0.001 -0.007
Si -19.07 -5.456 6.881 0.005 0.006 -0.002
Si -16.354 -2.726 6.882 0.006 -0.008 0.002
Si -15.004 1.387 8.216 -0.002 -0.004 -0.002
Si -12.276 4.11 8.193 0.005 -0.001 -0.001
Si -15.006 6.823 8.194 -0.001 0 -0.002
Si -12.261 -6.801 8.189 -0.013 -0.01 -0.001
Si -14.978 -4.078 8.225 0.008 0.012 0.005
Si -12.252 -1.351 8.2 0.012 0.001 0.004
Si -9.537 1.364 8.176 -0.012 -0.016 0.002
Si -6.79 4.079 8.126 -0.014 -0.006 0.002
Si -9.535 -9.504 8.154 -0.003 -0.006 -0.004
Si -23.112 -6.813 8.252 -0.004 -0.005 -0.002
Si -9.524 -4.071 8.151 0.003 -0.002 -0.013
Si -6.78 -1.359 8.141 0.003 -0.001 -0.001
Si -20.425 1.375 8.227 0.007 0.002 0
Si -17.703 4.092 8.204 0.003 -0.002 -0.006
Si -20.392 6.797 8.256 -0.003 0.014 0.005
Si -17.692 -6.801 8.224 -0.009 0.003 -0.002
Si -20.418 -4.084 8.243 -0.012 -0.013 -0.002
Si -17.715 -1.354 8.226 0.003 -0.006 -0.004
Si -16.348 0.011 9.573 -0.009 0.003 -0.001
Si -13.625 2.74 9.555 0.003 -0.003 0.003
Si -16.343 5.451 9.564 -0.001 0.01 0.001
Si -13.624 -8.156 9.55 0.007 -0.003 0.002
Si -16.332 -5.44 9.585 0.009 -0.007 -0.004
Si -13.607 -2.715 9.561 0.002 0.001 0.003
Si -10.887 0.006 9.539 -0.001 0.004 0.01
Si -8.155 2.725 9.494 0.007 0.003 0.001
Si -10.896 5.461 9.525 0 0 -0.001
Si -24.478 -8.167 9.612 0.003 -0.004 0
Si -10.879 -5.437 9.518 0.006 0.006 0
Si -8.15 -2.718 9.493 0.001 0.015 0.005
Si -21.767 0.012 9.605 -0.002 0.004 -0.004
Si -19.056 2.734 9.578 -0.008 0.002 -0.001
Si -21.76 5.441 9.607 0.001 -0.001 -0.002
Si -19.037 -8.153 9.602 0.007 -0.008 0.002
Si -21.766 -5.439 9.613 0 0.01 0.002
Si -19.058 -2.714 9.601 0.002 0.002 -0.003
Si -14.972 -1.352 10.915 0.01 -0.001 -0.005
Si -12.256 1.365 10.887 0.004 -0.008 0.001
Si -14.975 4.097 10.923 -0.003 0 -0.003
Si -12.257 -9.518 10.899 -0.009 0.009 0.005
Si -14.963 -6.802 10.933 0 0.001 0.004
Si -12.233 -4.086 10.893 0.004 -0.001 0
Si -9.512 -1.367 10.861 -0.001 0.001 -0.002
Si -6.786 1.351 10.823 -0.009 -0.006 -0.001
Si -9.531 4.076 10.848 -0.008 -0.005 -0.001
Si -23.117 -9.52 10.971 0.003 -0.003 0.003
Si -25.842 -6.805 10.971 -0.004 0.006 -0.003
Si -6.774 -4.093 10.816 0.003 -0.013 -0.006
Si -20.403 -1.34 10.969 -0.004 -0.003 -0.001
Si -17.694 1.375 10.939 0.008 -0.008 -0.006
Si -20.4 4.089 10.96 0 0.004 0.001
Si -17.68 6.803 10.95 -0.008 0.007 0.002
Si -20.396 -6.794 10.965 0.004 0.002 -0.001
Si -17.685 -4.073 10.95 -0.004 0.004 -0.001
Si -13.608 0.011 12.256 -0.008 -0.002 0.001
Si -10.884 2.72 12.225 -0.004 -0.003 0.001
Si -13.601 5.44 12.28 0.007 0 0.006
Si -10.879 -8.162 12.232 0 -0.003 -0.002
Si -13.581 -5.443 12.269 0.008 0.007 0
Si -10.863 -2.724 12.23 0.009 0.004 0.005
Si -8.146 -0.003 12.193 0.007 0.001 0.004
Si -5.419 2.706 12.161 0 -0.002 0.005
Si -8.161 -10.886 12.178 -0.002 -0.004 -0.001
Si -21.752 -8.159 12.324 -0.006 0.002 -0.004
Si -24.479 -5.439 12.324 -0.005 0.006 -0.004
Si -5.409 -2.733 12.157 -0.003 0.006 0.003
Si -19.038 0.03 12.325 0.004 0.01 0.004
Si -16.326 2.736 12.289 -0.006 -0.002 -0.004
Si -19.038 5.45 12.314 0.002 0 0
Si -16.306 8.15 12.303 -0.001 -0.007 0.003
Si -19.034 -5.433 12.32 -0.01 -0.006 -0.005
Si -16.312 -2.71 12.296 0.002 0.003 -0.003
Si -14.949 1.379 13.631 -0.001 -0.002 -0.007
Si -12.235 4.06 13.615 0.005 -0.016 0.002
Si -14.948 6.787 13.667 -0.002 0.009 0.01
Si -12.222 -6.814 13.622 -0.004 0.007 0.009
Si -14.929 -4.078 13.632 0.004 -0.004 -0.004
Si -12.232 -1.36 13.581 0 0.006 -0.005
Si -9.516 1.348 13.555 -0.006 -0.005 -0.005
Si -6.805 -12.262 13.509 -0.007 0.009 0.008
Si -9.525 -9.552 13.561 -0.008 0.012 0.006
Si -23.112 -6.796 13.679 0.004 -0.001 -0.002
Si -9.483 -4.1 13.553 0.005 -0.009 0.006
Si -6.784 -1.384 13.52 -0.01 0.012 -0.002
Si -20.376 1.415 13.697 -0.009 -0.005 0.004
Si -17.672 4.096 13.665 -0.004 0.002 -0.006
Si -20.392 6.803 13.685 0.007 0.003 0
Si -17.663 9.512 13.66 -0.002 0.005 -0.005
Si -20.39 -4.059 13.675 0.002 0.008 0
Si -17.655 -1.331 13.664 0.008 -0.011 0.003
Si -16.294 0.048 15.018 0.001 0.003 0.007
Si -13.585 2.713 15.007 0.002 0.007 0
Si -16.301 5.417 15.04 -0.007 -0.007 0.005
Si -13.562 -8.185 15.008 0.007 -0.006 0.012
Si -16.265 -5.462 14.987 0 0.002 0
Si -13.564 -2.703 14.973 0 0 0.009
Si -10.877 0 14.927 0.003 0.002 0.007
Si -8.16 -13.613 14.898 -0.007 0.003 0.009
Si -10.861 -10.918 14.96 -0.008 0.006 0.003
Si -8.13 -8.194 14.863 0.005 0.003 0.001
Si -10.825 -5.45 14.934 0.012 0.004 0.001
Si -8.134 -2.734 14.903 0.008 0.004 0.011
Si -21.762 0.068 15.024 0.006 0 0.005
Si -19.023 2.791 15.076 0.011 0.003 0.01
Si -21.743 5.467 15.08 -0.01 0 0.005
Si -19.011 8.149 15.03 0.003 -0.002 0
Si -21.753 -5.429 15.023 -0.002 0.005 0
Si -19.012 -2.694 15.015 -0.005 -0.003 0.003
O -4.086 6.742 -2.281 0.32 -0.559 -0.181
O -6.24 -2.631 -5.571 -0.154 0.497 -0.223
O -6.713 0.878 -1.079 0.472 -0.451 -0.248
O 3.297 7.188 25.474 0.261 0.167 -0.354
O -1.689 0.698 22.456 0.159 0.137 0.358
O -6.353 6.238 -0.926 0.118 -0.264 0.009
O 2.509 4.769 24.946 0.206 -0.498 0.352
O 2.767 -5.554 22.221 -0.176 -0.117 0.389
O 5.275 -2.593 25.331 0.139 -0.424 0.482
O -0.132 -5.807 -3.563 -0.256 -0.43 -0.269
O 1.131 -2.145 -6.364 0.238 0.12 0.135
O -5.445 -2.648 -3.134 0.07 -0.527 0.13
O -5.293 8.059 22.096 0.124 0.154 0.551
O 2.84 8.105 -0.62 -0.063 0.129 -0.5
O 6.592 4.623 -1.319 0.382 0.467 -0.151
O 8.427 0.833 25.332 -0.216 0.083 -0.308
O -4.363 -4.671 23.802 -0.06 0.467 -0.439
O 3.549 -0.826 24.656 0.096 -0.314 -0.176
O 2.588 -2.564 -0.554 -0.076 0.052 -0.295
O -5.976 5.194 -3.268 -0.178 0.069 -0.269
O -0.196 5.593 -0.571 0.28 0.11 -0.235
O 8.135 2.726 -0.392 -0.19 0.042 -0.143
O 8.112 0.02 22.168 -0.01 0.024 0.441
O 10.933 -2.606 22.063 0.145 -0.11 0.194
O 0.709 0.436 -6.544 -0.127 -0.144 0.133
O -1.294 0.709 -1.151 -0.166 -0.279 -0.189
O 9.351 -4.329 23.115 -0.02 -0.221 0.227
O -4.544 3.861 -1.632 0.261 0.069 -0.343
O -2.749 -2.603 -0.535 0.088 0.007 -0.394
O 3.334 1.14 22.957 -0.252 0.316 0.291
O 5.094 4.336 -3.502 -0.359 -0.055 -0.268
O 2.33 -4.97 -3.181 -0.129 0.205 0.169
O -13.455 6.983 -4.521 0.298 -0.195 -0.007
O 1.724 -0.967 22.816 0.047 0.122 0.171
O 9.999 -2.148 -5.87 -0.071 0.387 0.184
O 8.309 -2.72 -0.41 -0.059 0.003 -0.239
O 9.673 0.913 -1.343 -0.002 -0.499 -0.162
O -0.909 -4.043 -1.726 0.272 -0.153 -0.312
O 5.439 7.939 22.194 0.132 -0.184 0.595
O -2.514 -5.87 25.19 -0.178 0.626 0.312
O -9.999 -6.738 -7.261 -0.614 0.096 0.247
O -6.846 -4.206 23.151 -0.329 -0.391 0.193
O 0.004 4.057 25.364 -0.359 0.16 -0.073
O 5.036 5.216 24.868 0.115 -0.309 -0.206
O -0.821 7.236 22.469 -0.176 0.31 0.188
O -2.583 5.308 22.002 0.178 0.072 0.525
O 0.877 -0.744 -1.35 0.107 0.05 -0.466
O 1.071 -6.533 -1.465 -0.684 0.103 -0.141
O -0.018 2.512 21.772 0.022 -0.192 0.291
O -2.364 0.765 -5.173 0.056 -0.032 0.107
O 4.132 3.876 -1.171 0.125 -0.181 0.401
O -2.763 2.659 -0.329 -0.015 -0.013 -0.344
O 7.564 0.49 -5.31 0.139 -0.358 0.227
O 6.671 -6.969 -1.79 -0.431 0.03 -0.184
O 8.665 -5.914 25.075 0.494 -0.106 0.38
O 4.585 6.34 -1.617 -0.045 0.241 -0.316
O 8.375 7.897 -0.582 -0.078 -0.055 -0.123
O 0.091 -2.88 22.032 -0.194 -0.31 0.31
O 2.668 1.964 -0.473 -0.772 0.045 0.303
O -4.609 -0.942 -1.27 -0.42 0.289 -0.009
O -2.816 0.526 24.697 0.472 0.123 0.236
O 4.432 -7.012 -4.21 0.191 -0.246 0.553
O -1.748 7.522 -1.558 0.189 0.036 -0.372
O -5.188 6.154 25.762 0.356 -0.339 -0.536
O -8.97 4.465 23.1 -0.291 0.116 0.542
O -7.968 6.704 -4.654 0.127 -0.302 0.123
O -3.294 7.285 -6.427 0.52 -0.198 -0.348
O 1.502 4.04 -1.539 -0.344 0.269 -0.753
O -13.62 -0.506 25.3 0.106 0.039 0.494
O -7.103 6.287 22.807 -0.074 0.193 0.139
O -0.882 2.592 -6.232 0.009 0.598 0.295
O -4.401 3.352 -4.301 0.616 -0.17 -0.005
O 2.328 0.069 -3.847 -0.423 -0.268 0.041
O -32.358 7.307 -2.816 0.064 -0.515 -0.214
O -7.404 -3.602 -1.202 -0.087 0.246 -0.248
O -0.888 -0.569 -3.344 0.263 -0.089 -0.039
O -3.895 -0.746 22.694 -0.441 0.055 0.231
O -3.746 -7.072 -1.582 -0.135 0.113 -0.28
O 5.345 -5.96 -6.421 0.328 -0.158 0.012
O 11.512 -4.219 -5.235 0.368 0.022 -0.46
O 10.573 3.186 -2.125 -0.275 0.062 0.149
O -5.524 -5.37 -0.581 -0.077 0.086 -0.056
O 6.926 3.083 -4.86 0.53 0.339 -0.214
O -24.154 5.934 22.84 -0.489 0.086 -0.059
O 28.533 1.097 23.194 -0.09 -0.119 -0.351
O 26.732 -1.963 -6.029 -0.006 0.243 0.473
O 22.539 5.825 24.691 -0.308 0.616 0.104
O 31.776 -4.597 -1.22 0.429 0.186 -0.081
O -3.231 -6.746 22.78 -0.035 -0.335 0.096
O 8.69 7.561 -6.191 0.139 -0.221 -0.113
O 0.564 1.522 -2.762 -0.219 0.652 -0.042
O -3.674 -6.471 -5.996 0.243 0.181 0.11
O -4.884 2.095 25.055 -0.27 0.359 0.561
O 3.551 6.286 23.002 -0.204 -0.181 0.021
O 8.841 6.522 22.976 -0.418 0.161 -0.02
O 18.327 7.014 24.662 0.086 0.204 -0.388
O 16.943 -6.761 22.927 -0.246 -0.408 0.082
O 23.842 2.238 -5.958 -0.298 -0.387 -0.045
O -8.396 0.87 -3.092 -0.06 -0.231 0.247
O -9.769 -3.931 -2.274 -0.154 0.026 -0.357
O 3.892 -0.366 -5.782 0.097 -0.303 -0.353
O 19.942 7.771 -3.826 0.327 0.35 0.005
O -3.651 -3.354 -6.116 -0.106 0.181 0.138
O -30.843 5.946 -5.894 0.339 -0.069 0.161
O -4.136 3.347 22.841 0.084 -0.327 0.544
O -31.661 5.03 22.935 0.112 0.319 0.046
O -20.586 4.163 -1.54 0.281 0.278 -0.285
O -16.094 -1.715 25.65 0.13 -0.033 0.557
O -4.465 4.947 -6.369 0.538 0.078 -0.352
O -15.796 -4.973 -5.89 -0.268 0.274 -0.45
O -1.845 -4.51 22.979 -0.038 -0.063 0.243
O 23.993 -5.718 22.195 0.036 0.043 0.497
O 5.36 2.684 22.162 0.001 -0.045 0.418
O 1.266 -7.59 23.012 0.148 -0.073 0.5
O -19.098 -0.184 25.226 -0.3 -0.205 0.215
O -0.749 -7.619 24.595 0.176 0.351 -0.092
O 20.023 5.013 24.994 -0.205 -0.519 0.189
O 20.584 6.342 -7.015 -0.52 0.061 0.114
O 6.208 6.846 -6.258 0.062 0.311 0.323
O -31.558 -1.076 -1.33 -0.436 0.378 0.078
O 13.589 7.096 25.486 -0.276 0.446 -0.347
O 14.481 1.459 23.125 -0.458 0.209 0.187
O 9.788 5.777 -1.458 -0.28 0.043 -0.437
O 14.9 -7.288 -3.03 0.036 -0.627 -0.346
O 18.998 -5.307 22.225 -0.151 -0.146 0.314
O 22.73 -1.835 23.145 0.224 -0.198 0.271
O 22.029 3.284 25.136 0.23 -0.062 -0.513
O 23.953 -8.089 -5.21 -0.256 -0.107 0.194
O 15.37 -2.932 -4.048 -0.446 0.182 -0.157
O 10.785 -8.077 22.328 0.072 -0.125 0.247
O 18.919 -8.036 -0.44 0.008 -0.059 -0.444
O 16.793 -4.524 24.451 -0.35 0.187 -0.532
O 22.718 4.484 -1.417 -0.407 -0.007 0.005
O 17.112 -3.839 -5.736 0.387 -0.264 0.313
O 14.166 -4.288 22.967 0.017 0.478 -0.047
O 25.35 7.366 25.852 -0.257 0.034 -0.544
O 18.98 -2.614 -0.336 0.008 0.02 -0.608
O 13.13 -4.549 25.446 -0.234 -0.043 0.36
O 16.121 5.732 -0.487 0.102 -0.054 -0.306
O 24.483 2.777 -0.468 0.205 0.124 -0.258
O 24.409 -0.049 22.224 -0.197 -0.143 0.208
O 27.832 -3.049 22.379 -0.005 -0.41 -0.087
O 20.309 -0.698 -5.429 -0.643 -0.024 0.113
O 15.244 1.246 -1.466 0.658 0.092 -0.211
O 15.629 -3.746 -1.455 0.552 0.373 -0.213
O 12.184 4.925 -1.175 0.282 0.539 -0.257
O 21.907 5.937 -3.499 0.264 0.361 -0.63
O 13.548 -2.691 -0.393 -0.161 -0.229 0.111
O 19.991 1.128 23.279 -0.232 0.088 0.064
O 24.858 -1.06 25.746 -0.368 0.036 -0.622
O 15.598 6.403 -5.616 0.088 0.227 0.366
O 17.724 -1.893 -3.95 0.417 -0.331 -0.028
O 15.115 5.002 24.983 0.632 -0.243 -0.209
O 19.557 2.852 -3.299 0.272 0.075 -0.418
O 17.566 -0.817 23.161 0.266 0.477 -0.069
O 20.745 -3.543 23.102 -0.085 -0.043 0.394
O 20.93 -3.863 -1.336 -0.09 -0.512 -0.136
O 21.737 -0.05 -0.324 -0.154 0.044 -0.242
O 26.178 1.182 -1.581 -0.121 -0.472 -0.136
O 11.78 -1.095 -1.468 -0.481 -0.004 -0.133
O 20.197 6.608 22.972 -0.103 0.008 0.075
O -20.694 -4.614 25.648 -0.083 0.196 -0.015
O -12.066 -1.622 23.516 -0.204 -0.101 -0.442
O -2.914 -2.289 25.841 0.136 -0.093 0.028
O -27.221 -1.294 -5.854 0.489 -0.078 -0.122
O 30.59 -7.276 -5.682 -0.184 0.585 0.043
O -18.789 -7.853 -3.602 0.162 -0.365 -0.388
O 27.399 -4.656 24.538 0.339 -0.454 -0.178
O 18.601 2.554 -6.071 -0.008 -0.351 -0.052
O -19.852 -7.061 -1.282 0.197 0.169 -0.152
O 13.544 5.445 22.284 -0.115 -0.044 0.549
O 22.993 -2.113 -1.297 0.665 -0.217 -0.243
O 17.244 -1.015 -1.414 -0.244 0.178 -0.09
O 16.791 -6.643 -1.186 -0.563 -0.019 -0.059
O 16.409 2.924 22.26 0.128 0.056 0.222
O -0.439 -3.342 25.438 0.02 -0.399 -0.307
O 24.772 -5.72 -3.072 0.134 -0.619 -0.105
O -5.525 -7.598 25.868 0.126 0.073 -0.341
O 13.545 2.827 -0.418 -0.139 -0.114 -0.339
O 7.26 4.385 22.827 -0.001 0.169 0.289
O -14.324 4.424 -3.772 0.5 -0.17 -0.325
O 22.786 -4.103 -3.023 0.232 0.113 -0.634
O -14.44 -7.279 -5.974 0.166 -0.272 -0.386
O -18.639 -2.981 25.773 0.048 -0.15 0.149
O -6.482 3.883 23.776 0.277 -0.165 0.281
O -31.2 -2.396 25.149 0.361 -0.112 0.001
O 24.525 5.49 -3.057 0.254 0.051 -0.116
O 24.489 -8.079 -0.414 0.11 0.044 -0.418
O 22.856 -6.156 -1.261 -0.588 0.248 -0.109
O 18.828 -6.594 -5.262 0.122 0.2 0.258
O 16.06 -2.629 22.152 -0.167 0.129 0.104
O 20.014 1.69 -1.143 -0.053 0.424 0.037
O 14.391 2.538 25.558 0.051 0.102 0.049
O -9.429 1.049 -5.479 0.067 -0.102 0.098
O 13.431 1.696 -6.223 0.153 -0.203 0.276
O 17.442 -7.793 -3.435 -0.275 -0.588 0.284
O 10.708 2.242 25.126 0.343 0.166 0.554
O 9.611 4.311 24.027 0.278 0.118 0.415
O -27.589 5.402 -3.263 -0.137 0.015 -0.494
O 26.939 -2.074 24.631 0.414 0.747 -0.185
O 8.427 -7.547 -3.791 -0.072 -0.212 0.139
O 9.784 -3.243 -3.496 -0.435 0.488 -0.068
O 17.802 3.965 -1.549 -0.08 -0.336 -0.399
O -28.301 -4.541 -1.246 -0.25 -0.018 -0.419
O -30.646 3.68 -1.268 -0.209 -0.004 -0.456
O -9.441 -6.237 -4.311 -0.034 -0.438 0.263
O 21.24 2.406 -5.557 0.169 -0.536 0.462
O -10.949 0.045 -0.323 0.135 -0.064 -0.399
O -17.016 -7.275 -5.493 -0.193 -0.588 -0.134
O -20.705 -4.869 -5.525 0.271 0.049 -0.263
O -23.151 -3.427 -1.264 -0.084 0.337 -0.227
O -13.44 -0.078 -3.318 -0.295 -0.255 -0.361
O -28.641 0.803 23.319 -0.241 -0.541 0.19
O -29.914 -2.788 -0.315 0.11 0.007 -0.327
O 12.63 -6.915 -1.788 -0.569 -0.051 -0.198
O 23.473 1.085 25.758 0.223 -0.253 -0.625
O 13.865 -4.869 -2.977 -0.428 0.328 0.17
O 1.651 -4.669 -6.029 0.367 0.069 0.373
O 20.594 -5.02 -6.369 -0.341 0.234 -0.067
O 13.708 -0.251 -3.021 0.182 -0.334 -0.15
O -9.14 -1.621 -1.175 -0.003 0.33 -0.436
O 16.931 -2.046 25.415 -0.33 -0.025 0.344
O -6.476 2.605 -3.001 -0.222 0.17 -0.128
O 14.866 -6.297 24.494 -0.102 -0.621 0.417
O -21.425 2.193 25.193 0.424 0.103 -0.016
O 18.741 0.355 -3.045 0.104 -0.308 -0.382
O 12.463 -6.233 23.355 -0.259 0.015 0.408
O 3.096 -2.404 -3.926 -0.289 0.044 -0.131
O 16.454 -5.267 -3.376 0.407 0.203 -0.301
O -25.821 -4.174 -2.058 0.625 -0.302 0.297
O 14.014 4.216 -5.451 -0.096 0.125 -0.075
O -10.131 7.342 -5.817 -0.75 -0.03 -0.054
O -31.1 -7.209 -1.405 -0.249 0.285 -0.275
O -18.528 -5.012 22.163 0.148 -0.004 0.339
O 22.949 3.569 -3.876 0.298 -0.486 0.154
O -17.781 6.456 -1.717 -0.255 0.389 -0.478
O -16.64 4.163 -2.639 -0.345 -0.409 0.114
O 21.166 -1.963 -3.209 -0.402 -0.173 -0.351
O -15.042 -4.701 -3.4 0.048 0.144 0.188
O 22.023 -3.064 25.377 0.065 -0.198 0.014
O 21.236 0.7 -3.323 0.541 0.549 -0.064
O -14.419 3.931 -1.18 0.512 0.164 -0.346
O 25.707 1.763 -4.145 -0.14 -0.078 0.042
O 23.753 4.254 22.961 0.547 -0.291 0.112
O 17.407 4.805 -6.594 0.002 0.043 -0.286
O 28.477 -3.619 -5.259 0.031 -0.655 -0.39
O 28.63 -7.123 -1.467 -0.061 -0.439 -0.198
O 4.631 2.153 -5.386 -0.51 -0.037 0.386
O 31.558 2.413 -3.622 -0.013 -0.084 0.089
O 13.108 6.537 -4.675 0.34 0.404 0.359
O 30.545 3.402 -5.87 -0.372 -0.285 -0.02
O -16.201 5.416 -0.053 0.027 0.061 -0.133
O 22.466 -3.057 -5.857 0.088 -0.115 0.569
O 27.239 5.468 25.98 0.408 0.147 -0.337
O 28.357 -0.953 -1.213 -0.152 0.224 0.094
O 21.717 2.789 22.186 -0.046 -0.013 0.417
O -2.164 -4.069 -4.074 -0.666 -0.009 0.262
O 20.486 -1.215 24.348 -0.531 0.097 0.006
O -25.723 -1.653 -1.362 0.421 0.264 -0.291
O -27.55 -3.949 -5.719 -0.188 -0.344 0.002
O 31.389 -7.171 -1.766 -0.257 0.084 0.559
O -18.018 -2.826 -3.533 -0.515 0.078 0.189
O -7.757 5.619 25.205 -0.578 0.191 0.192
O 27.559 0.001 -3.472 -0.174 -0.346 -0.428
O 31.084 0.936 23.049 0.069 -0.239 0.347
O 26.236 6.516 -1.348 0.56 -0.028 -0.153
O -29.007 -7.109 24.906 -0.379 0.292 -0.429
O -29.908 -5.321 22.27 0.052 0.116 0.525
O -26.44 -1.478 22.962 -0.314 0.599 0.187
O 25.978 -3.574 -4.156 -0.147 0.23 -0.03
O -28.297 1.729 25.818 0.381 -0.09 0.031
O 31.788 7.308 22.541 0.169 0.012 0.01
O 26.98 8.101 22.414 -0.112 0.106 0.242
O -29.647 7.943 0.155 0.206 -0.006 0.071
O -9.86 4.846 -1.228 -0.11 0.11 -0.067
O -29.851 6.824 -2.549 -0.302 -0.308 -0.196
O -25.394 -7.503 -3.735 0.123 0.299 0.606
O 30.865 -4.839 22.833 -0.335 0.131 0.425
O -31.734 -3.148 -6.099 0.208 0.061 -0.481
O -22.183 6.946 25.796 0.198 -0.223 -0.098
O 27.165 5.126 -3.391 -0.001 0.055 -0.57
O -32.481 5.274 -0.272 -0.244 0.287 -0.45
O -24.561 2.656 -0.107 -0.066 -0.02 -0.119
O -24.478 0.097 22.227 0.106 0.256 0.272
O -21.659 -2.689 22.179 -0.023 0.03 0.729
O 28.971 -6.621 23.208 -0.002 -0.013 0.457
O -10.447 -5.766 25.199 -0.181 0.009 -0.238
O 26.119 3.492 -6.11 0.434 -0.093 0.126
O 28.432 4.49 -1.244 0.034 0.437 0.003
O -9.837 4.849 -4.941 0.395 -0.101 -0.213
O 30.007 -2.805 -0.352 0.063 0.088 -0.513
O -24.485 1.18 -3.265 -0.308 -0.276 0.265
O -25.113 6.821 -5.42 -0.321 -0.422 0.365
O 32.576 -5.647 -3.502 -0.259 0.192 -0.33
O 11.339 0.795 -3.288 0.164 0.25 -0.505
O -8.147 -7.089 25.533 -0.131 -0.345 0.218
O 32.218 4.884 -4.523 0.095 -0.076 0.324
O -31.199 -0.903 23.035 0.033 0.405 0.104
O -28.184 -3.484 23.214 -0.525 0.039 0.591
O -27.416 -5.899 -3.307 -0.543 0.339 -0.56
O -27.342 0.015 -0.319 0.07 0.161 -0.36
O -23.22 0.688 -1.044 0.238 -0.439 -0.055
O 25.706 -3.835 -1.482 -0.349 0.784 -0.194
O -27.081 -8.023 22.213 -0.275 -0.194 0.292
O -29.082 7.641 -7.109 -0.124 0.028 -0.229
O -25.188 -6.439 23.124 0.143 -0.223 0.424
O 26.072 1.887 22.984 -0.433 0.401 0.103
O 26.061 7.49 -3.797 0.315 0.526 0.175
O -5.572 -4.733 -6.923 -0.65 -0.18 -0.086
O -26.897 7.618 25.152 0.086 0.101 0.028
O -28.511 4.336 25.988 0.398 0.111 -0.307
O -28.417 0.928 -5.021 0.073 0.426 0.414
O 32.458 -0.111 -3.423 0.102 0.08 -0.52
O 29.855 5.45 22.18 -0.093 0.126 0.618
O 22.367 -6.627 -3.752 -0.577 -0.166 0.104
O -14.408 5.232 25.919 0.243 0.059 0.014
O -11.91 6.508 -1.215 0.09 -0.169 -0.241
O 32.558 2.774 22.133 -0.101 -0.245 0.271
O -13.594 -2.605 -0.335 0.202 -0.088 -0.601
O 12.704 -6.594 -4.497 0.253 -0.219 -0.586
O 32.437 4.744 -7.099 0.416 -0.309 -0.613
O 30.014 2.674 -0.285 -0.022 -0.088 -0.206
O 21.601 -7.792 -6.027 -0.1 0.012 0.296
O 10.712 -0.28 24.418 -0.609 -0.136 -0.081
O -16.782 5.454 24.886 -0.799 -0.431 0.218
O 10.205 -6.585 -5.576 -0.215 0.248 -0.14
O 4.521 -4.38 -4.497 0.238 0.343 -0.486
O -7.094 -4.675 -4.048 0.491 -0.223 0.036
O -30.26 -0.271 -3.565 0.427 -0.245 0.129
O -28.035 6.088 -0.796 0.078 -0.269 -0.171
O -24.555 -8.164 -0.386 0.24 0.242 -0.263
O -26.477 -6.41 -0.923 -0.057 -0.306 -0.214
O -18.014 -5.36 -4.01 -0.111 0.078 -0.28
O 32.512 -2.81 22.17 0.019 0.072 0.324
O -29.508 1.35 -1.058 -0.598 -0.338 -0.012
O 29.34 -2.128 -3.301 -0.033 -0.374 0.348
O 28.986 6.865 -5.711 -0.171 -0.138 0.264
O -31.947 7.24 24.535 0.474 0.357 0.389
O -30.834 1.032 -5.879 -0.469 0.151 -0.004
O 30.882 6.714 -1.163 -0.49 -0.14 -0.201
O -30.959 4.944 25.332 -0.024 -0.374 0.107
O 27.451 2.231 25.199 0.174 0.137 0.002
O -26.129 3.215 -3.871 -0.11 0.26 -0.296
O -21.257 -2.12 25.938 0.002 0.223 -0.587
O -19.432 0.939 -5.642 -0.705 -0.194 -0.121
O -21.967 5.085 -3.516 0.063 -0.083 -0.597
O -0.911 -3.921 -6.368 0.047 -0.482 -0.792
O -31.6 -2.509 -3.549 -0.328 -0.252 0.221
O -10.125 6.73 -3.151 0.395 0.73 0.163
O 21.94 -7.85 22.171 0.065 -0.102 0.524
O -23.654 -7.207 -5.637 0.693 -0.228 -0.13
O -15.995 3.206 25.857 -0.218 0.103 0.157
O -23.039 -4.781 -6.607 -0.37 0.435 0.39
O 28.055 3.68 23.077 -0.064 0.268 0.269
O -14.861 4.18 23.564 0.543 0.153 0.15
O 31.929 1.242 -1.259 0.366 -0.118 0.044
O 29.543 -1.213 23 0.165 -0.299 0.267
O -17.608 7.711 26.02 -0.337 -0.103 0.202
O -26.277 -2.87 25.173 -0.271 0.648 0.331
O -25.96 4.314 -1.451 0.089 0.442 -0.281
O -15.023 1.958 -2.713 -0.213 -0.271 -0.033
O 27.195 -5.467 -0.155 -0.215 -0.058 -0.283
O 20.705 6.756 -1.434 0.485 -0.1 -0.133
O -27.524 7.936 -2.562 0.298 0.231 0.059
O -32.074 -6.672 -5.799 0.129 0.185 -0.456
O 27.897 2.599 -3.005 0.441 -0.106 -0.109
O 30.106 -5.206 25.277 -0.244 0.467 0.059
O 26.435 -4.738 -6.478 0.183 -0.063 -0.118
O 22.493 4.549 -6.285 0.524 0.126 -0.048
O -10.37 2.584 -3.648 0.079 0.09 0.574
O 4.272 -3.876 -1.891 0.286 -0.159 -0.052
O -20.848 3.782 23.213 -0.025 -0.204 0.557
O 3.727 6.994 -5.119 -0.022 -0.124 0.437
O 15.916 0.358 24.971 0.203 0.2 0.489
O 28.516 -7.321 -4.129 -0.371 0.019 -0.428
O -3.013 7.91 25.703 0.148 -0.309 -0.159
O 32.457 -0.314 25.077 -0.048 -0.245 -0.128
O -28.835 6.957 23.446 -0.141 -0.177 0.025
O -18.167 1.746 -3.51 0.515 0.505 0.089
O 29.959 -5.397 -2.977 -0.077 0.596 -0.238
O -29.248 6.862 26.042 -0.034 0.249 0.337
O -16.493 -4.095 24.916 -0.188 -0.092 -0.504
O 25.445 -3.752 23.147 -0.285 -0.123 0.294
O -25.659 -3.939 22.925 0.11 0.05 -0.543
O -6.061 1.505 22.826 0.144 -0.169 0.434
O 24.435 -1.502 -6.904 -0.142 -0.208 -0.374
O 27.352 -5.335 -2.941 0.213 -0.116 -0.249
O -11.419 -4.003 22.843 0.432 -0.441 0.481
O 9.808 2.009 22.734 -0.059 0.131 0.241
O -7.163 -7.054 -5.067 0.44 0.14 -0.421
O -23.94 2.73 -5.28 0.285 0.052 0.287
O 6.993 -4.114 24.145 0.074 -0.543 0.143
O 29.807 -1.185 -5.555 -0.381 0.516 0.251
O -27.874 -6.232 -7.128 -0.109 -0.075 -0.302
O -2.768 -7.958 -3.948 0.056 0.132 -0.022
O 32.617 -4.548 25.951 0.006 -0.049 -0.398
O -23.185 -4.69 22.909 0.29 -0.297 0.314
O 14.07 7.759 -0.447 0.014 0.039 -0.495
O -25.65 4.017 23.456 -0.201 -0.393 0.427
O -27.292 2.67 22.173 0.034 0.035 0.367
O -31.688 -7.037 22.997 0.091 0.067 0.454
O -12.372 0.955 23.39 -0.378 0.21 0.367
O 31.351 -7.135 24.237 -0.22 0.11 0.586
O 25.936 0.685 -6.496 -0.094 0.032 0.131
O -16.411 -7.004 -2.911 -0.088 -0.263 0.421
O -1.215 -7.515 -6.094 0.2 0.251 0.135
O 24.837 4.916 25.294 0.087 -0.539 0.205
O -20.973 -0.745 -0.922 -0.638 0.562 0.09
O -17.984 0.744 23.058 -0.211 -0.005 0.121
O -22.936 6.29 -1.325 -0.231 -0.482 0.125
O -12.959 -7.578 24.206 0.217 0.475 -0.114
O -13.459 -5.448 22.014 0.261 0.115 0.582
O -9.56 -2.057 22.988 0.244 -0.245 0.357
O 18.189 4.833 23.093 -0.022 -0.076 0.338
O -16.323 -3.088 22.034 -0.242 -0.084 0.208
O -22.689 1.897 22.96 -0.197 -0.121 0.167
O -22.495 7.833 23.301 0.504 0.528 0.123
O -13.589 -8.082 -0.255 0.051 -0.1 -0.426
O -20.108 5.461 -6.178 -0.018 0.245 -0.019
O 7.582 5.541 25.11 0.377 0.277 0.199
O 2.629 -7.175 -6.165 0.139 -0.232 -0.398
O -25.898 1.015 -5.413 0.33 -0.153 -0.214
O -5.488 -2.708 24.982 -0.094 0.401 -0.086
O -22.618 2.821 -2.46 -0.203 0.238 0.056
O -28.159 3.152 -2.166 0.086 -0.284 0.377
O 16.162 7.216 25.966 -0.147 -0.131 0.525
O -8.28 2.86 -0.353 -0.128 -0.135 -0.47
O -7.965 -0.137 22.116 -0.234 -0.262 0.512
O -5.348 -2.669 21.813 0.091 0.029 0.413
O -15.714 -2.539 -4.75 0.468 0.415 0.019
O -17.627 0.617 -1.178 0.463 -0.419 -0.134
O -17.815 -4.44 -1.477 0.177 -0.597 -0.187
O -25.553 -5.472 -6.102 0.075 -0.118 0.457
O -14.978 5.578 -6.015 0.064 -0.279 -0.199
O -19.187 -2.595 -0.322 0.086 0.009 -0.295
O -14.84 -6.084 25.111 0.244 0.246 -0.033
O -11.12 -4.546 -5.332 0.389 0.04 -0.455
O -15.938 6.457 -3.679 0.083 0.568 -0.124
O -11.858 -4.559 -0.807 -0.018 -0.277 -0.222
O -20.853 7.241 -2.58 0.266 -0.402 0.05
O -18.505 3.38 -5.601 0.317 -0.205 -0.384
O -15.09 -1.056 23.263 0.342 0.309 -0.081
O 1.042 4.489 22.888 -0.115 0.374 -0.009
O -6.198 2.938 -6.248 -0.339 -0.138 0.458
O -12.96 1.451 -1.192 -0.073 0.47 -0.351
O 1.502 2.373 -5.109 0.002 0.641 0.105
O 29.993 0.134 25.282 -0.466 0.108 0.241
O -10.729 -8.144 21.875 -0.113 0.039 -0.008
O 10.383 -4.215 -1.083 0.415 0.014 -0.085
O -12.045 3.553 -5.533 -0.286 0.063 0.086
O -10.729 2.7 22.305 -0.139 -0.119 0.393
O -12.106 6.514 23.227 0.033 -0.69 0.204
O -1.664 -1.636 23.678 0.211 -0.369 -0.278
O 6.359 -1.811 23.026 0.067 0.218 0.435
O -17.525 7.386 23.346 0.168 0.659 -0.008
O -8.234 8.127 -0.364 0.126 -0.169 -0.496
O -20.077 -4.349 -2.942 -0.093 0.083 0.235
O -19.04 5.494 22.331 0.269 -0.077 0.066
O -21.661 -2.098 -3.06 -0.032 -0.297 -0.337
O 24.839 6.568 23.16 -0.401 0.044 0.085
O -14.881 -5.982 -1.124 0.155 0.345 0.023
O -16.353 2.584 22.231 0.041 -0.133 0.141
O -18.371 5.545 -4.147 -0.407 0.288 0.047
O -5.899 -0.015 -3.358 0.073 0.098 -0.371
O -13.891 -7.064 -3.37 0.354 -0.175 0.42
O -19.021 2.603 -0.294 0.215 -0.14 -0.159
O 29.757 4.358 -3.544 0.019 0.257 0.155
O 4.902 4.686 -5.962 -0.273 -0.189 -0.188
O -24.35 -8.071 25.268 -0.279 0.18 -0.072
O -3.477 -0.988 -3.613 0.13 0.125 0.026
O -16.814 -0.543 -3.333 0.248 0.168 0.14
O 7.703 -1.569 -6.997 -0.419 -0.458 0.007
O -24.492 -4.768 25.16 0.562 -0.306 0.429
O 22.862 -0.742 -4.837 0.375 0.365 0.361
O -30.519 -4.802 -4.553 0.296 -0.148 0.147
O 14.485 2.132 -3.879 -0.306 0.464 0.231
O 13.25 0.286 25.082 -0.29 0.358 0.547
O -10.392 8.04 24.665 0.195 -0.428 0.189
O -30.206 2.272 -3.526 -0.194 0.201 -0.176
O -21.856 0.436 -3.189 0.092 0.127 -0.493
O -15.836 0.775 25.165 -0.368 0.264 -0.142
O 12.687 -0.762 22.737 0.555 0.184 0.249
O -13.567 -3.793 -5.483 0.028 -0.083 -0.285
O 19.278 5.401 -3.192 -0.178 0.083 -0.103
O -11.599 -5.657 -3.037 -0.87 -0.081 -0.029
O -29.402 -2.449 -4.922 -0.196 0.06 0.157
O 5.856 -0.07 25.629 0.026 0.421 -0.243
O -12.019 -2.223 -4.1 -0.049 -0.156 0.62
O 20.877 1.016 25.789 -0.138 -0.273 0.592
O 1.948 -7.593 -3.731 -0.059 -0.431 0.439
O -25.017 5.735 25.374 0.099 -0.406 0.314
O 15.252 7.078 23.389 0.233 0.13 0.329
O 31.727 5.263 24.892 -0.658 -0.334 -0.241
O 31.056 -3.412 -5.182 0.026 -0.524 0.343
O -19.388 -6.846 25.534 -0.114 -0.384 -0.025
O 29.993 0.418 -2.794 -0.112 0.2 -0.017
O 17.326 3.868 -4.139 -0.627 -0.051 0.155
O 11.84 -1.742 -4.063 0.452 -0.156 -0.302
O 16.338 -1.409 -6.192 0.002 0.345 0.125
O 8.375 -5.206 -2.376 -0.349 0.288 0.287
O -22.231 3.956 -6.762 -0.192 0.288 0.365
O 10.757 -5.653 -3.215 0.056 -0.517 0.296
O -12.33 6.827 25.877 0.422 -0.068 0.303
O 18.493 0.162 25.311 -0.033 0.291 0.475
O -21.742 -5.433 -0.405 0.104 0.028 -0.188
O -19.412 -0.479 -2.931 0.042 -0.092 -0.631
O -10.601 -3.15 25.164 0.363 0.547 0.417
O 30.452 7.389 -3.614 -0.209 -0.543 0.072
O 25.461 6.215 -5.935 -0.23 0.026 0.343
O -27.662 -7.854 -5.102 0.016 -0.221 0.172
O 4.581 -3.779 23.067 -0.109 -0.233 0.107
O 15.967 2.609 -6.019 0.056 -0.512 -0.391
O 4.843 0.657 -1.107 -0.217 0.053 -0.104
O -20.5 -6.106 23.338 -0.05 0.005 -0.136
O 10.601 7.525 -4.334 -0.111 0.072 0.349
O -17.515 5.526 -6.7 -0.313 0.324 -0.104
O -3.558 2.536 -6.655 -0.297 0.135 -0.563
O -0.543 -0.875 25.851 0.029 0.087 0.12
O 2.993 2.487 -3.06 0.182 0.33 -0.253
O -11.707 4.682 -3.108 -0.744 -0.257 0.026
O 4.893 -0.651 -3.379 0.267 -0.202 -0.27
O -11.011 -0.203 25.419 0.446 0.173 -0.138
O -14.882 -0.374 -1.18 -0.323 -0.046 -0.43
O -22.049 -6.798 25.277 -0.416 0.165 0.279
O 23.089 -5.619 -6.032 0.499 0.163 0.118
O 26.222 -7.424 -6.079 0.567 -0.014 -0.038
O -20.076 -0.801 22.912 -0.346 0.135 0.437
O -9.06 -6.59 23.101 0.287 0.341 0.235
O 6.769 -1.002 -1.558 -0.017 -0.305 -0.473
O -17.837 -1.236 -5.599 0.093 -0.252 -0.261
O 6.696 -5.739 -4.208 0.211 0.333 -0.258
O -24.316 -2.491 -3.382 0.041 0.325 -0.57
O 11.141 5.11 -3.681 -0.292 -0.424 -0.46
O -28.134 -0.884 25.371 0.01 -0.51 -0.387
O 9.039 1.951 -3.773 0.044 0.2 -0.445
O -17.795 -1.854 23.706 -0.03 -0.356 -0.601
O -20.472 2.911 -3.98 -0.245 -0.235 -0.174
O -23.197 7.379 -3.721 0.121 0.069 0.073
O -5.554 7.198 -5.336 0.122 0.182 0.089
O 17.334 -6.879 25.444 0.3 0.345 0.418
O -8.007 -2.357 -3.448 -0.213 0.362 -0.211
O -6.35 7.839 -2.987 -0.159 0.609 0.459
O -30.395 0.265 25.177 -0.224 0.26 0.353
O -15.223 -7.174 22.778 -0.591 -0.452 -0.012
O -8.406 -4.908 -6.265 0.055 0.548 -0.267
O -11.583 -2.378 -6.654 0.514 -0.166 -0.39
O -1.784 -1.74 -5.437 0.537 0.111 -0.601
O 1.424 0.675 24.801 -0.278 0.691 -0.017
O 25.575 -6.262 25.693 -0.261 -0.054 -0.253
O -30.143 -4.761 25.646 0.142 0.115 -0.46
O 13.588 6.157 -7.239 0.164 0.054 -0.188
O 0.633 6.503 24.487 0.055 0.141 0.471
O -9.908 -6.327 -1.16 0.181 -0.106 -0.489
O -30.565 -7.323 -3.858 0.547 -0.095 -0.395
O 0.303 -3.338 -4.129 0.348 0.474 0.167
O 6.629 1.261 -2.963 -0.323 0.161 0.207
O 18.076 7.207 -5.622 0.216 -0.35 -0.321
O 32.165 7.142 -6.007 -0.335 -0.191 -0.032
O 12.471 -2.184 24.895 0.272 -0.108 -0.251
O -21.119 -6.658 -3.598 -0.684 -0.371 -0.365
O -23.186 4.039 24.447 -0.073 0.124 0.39
O -6.363 -5.142 25.54 -0.118 0.334 0.438
O -27.034 -2.443 -3.57 -0.244 0.207 0.107
O -22.565 -4.452 -3.662 -0.461 -0.288 -0.21
O -11.959 -7.123 -5.108 0.386 -0.304 -0.077
O 9.171 -3.489 25.647 -0.314 0.499 -0.176
O 6.422 -7.245 25.603 -0.328 0.397 -0.203
O 11.928 3.545 23.104 0.309 -0.038 0.49
O 5.856 0.483 -7.23 -0.036 -0.195 -0.385
O 7.516 -7.285 23.266 0.24 -0.072 -0.079
O -10.799 0.001 -3.456 0.296 -0.314 0.694
O 8.743 7.888 25.586 0.095 -0.194 -0.189
O 11.181 5.902 -6.295 -0.632 -0.645 -0.077
O 16.208 0.15 -3.573 0.044 -0.072 -0.73
O -12.251 -0.075 -5.647 -0.142 0.539 -0.087
O -15.31 7.633 24.811 0.365 -0.356 0.254

Results
total energy: -406622.731 eV
total energy less fixed offsets of O -438.25, Si -107.07 eV per atom: -9.931 eV
